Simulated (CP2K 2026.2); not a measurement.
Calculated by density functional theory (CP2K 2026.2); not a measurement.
Periodic cell of 1402 atoms, Si912O490, from a study of silicon, its oxide and their interface. The atomic structure is a simulated model.
Doubt: the forces sum to 1.68 eV/angstrom along one axis rather than to zero, so they err by at least 0.0012 eV/angstrom per atom on average; the grid cutoff is modest.

Settings
functional: PBE
method: Gaussian and plane waves
basis set: DZVP-MOLOPT-SR-GTH
pseudopotentials: GTH-PBE
grid cutoff: 300 Ry, relative cutoff 40 Ry
k points: Gamma only
occupations: fixed
spin: none
net charge: 0

Cell vectors (angstrom)
a, 46.1613, 0, 0
b, 0, 15.3871, 0
c, -5.2294, -0.5599, 34.2644

Atoms: element, x, y, z (angstrom)
Si, -3.166, 0.7191, -2.8419
Si, -4.1298, 3.4401, -3.0082
Si, -1.4164, -7.4385, -5.086
Si, -3.6154, 7.5128, -0.2924
Si, -0.2903, 0.0512, -3.0149
Si, 0.7449, 2.7878, -3.4766
Si, -5.4685, 5.0215, -7.1907
Si, -2.1439, -5.1029, -3.3163
Si, 4.7458, 0.3057, -2.6886
Si, 3.8045, 3.1849, -2.8698
Si, 3.2649, -7.6214, -2.7676
Si, 3.1174, -4.4655, -3.0275
Si, 7.8216, -0.2249, -2.2622
Si, 8.326, 2.4583, -3.8564
Si, 12.2576, 5.4428, -5.0902
Si, 8.2801, -3.2378, -2.7984
Si, 0.9458, 0.0842, -0.2635
Si, -0.5849, 4.5149, -1.3724
Si, 0.2475, -8.3212, -2.7036
Si, -0.8033, -6.9342, -1.1746
Si, 3.2961, 0.0296, 0.1443
Si, 4.5428, 3.8643, 0.0974
Si, 4.5974, -7.6723, 0.1662
Si, 4.0416, -3.8856, -0.0673
Si, 8.3147, 0.0406, 0.0211
Si, 7.0169, 4.0169, 0.0398
Si, 7.0554, -7.5862, 0.25
Si, 7.1997, -3.7691, 0.07
Si, 10.7376, 0.1472, -0.1857
Si, 11.8262, 3.9038, -0.2181
Si, 9.0937, -7.9724, -2.1054
Si, 10.1337, -5.5048, -3.7412
Si, 0.0974, 2.3513, 1.6154
Si, 0.0975, 4.8273, 1.4754
Si, 0.0141, -5.3833, 1.3878
Si, 0.0304, -2.2762, 1.5382
Si, 3.9193, 1.9516, 1.3703
Si, 3.9649, 5.7666, 1.3617
Si, 3.8776, -5.7649, 1.3659
Si, 3.7548, -1.9536, 1.3231
Si, 7.7147, 2.0229, 1.1948
Si, 7.5675, 5.8273, 1.443
Si, 7.5565, -5.6542, 1.4568
Si, 7.6746, -1.8394, 1.3447
Si, 11.5508, 1.9576, 1.1742
Si, 11.5524, 5.7657, 1.2412
Si, 11.4585, -5.3499, 1.5353
Si, 11.4657, -2.2726, 1.4945
Si, -1.9251, 1.8686, 2.7045
Si, -1.8774, 5.6451, 2.5993
Si, -1.928, -5.7573, 2.6892
Si, -1.9403, -2.005, 2.7668
Si, 2.049, 1.9704, 2.832
Si, 1.9791, 5.6648, 2.661
Si, 1.9344, -5.7946, 2.6887
Si, 1.9595, -2.0155, 2.8262
Si, 5.8494, 1.8918, 2.6992
Si, 5.7451, 5.7978, 2.8905
Si, 5.696, -5.6776, 2.855
Si, 5.7174, -1.8449, 2.685
Si, 9.6357, 2.0659, 2.6004
Si, 9.6124, 5.8004, 2.6256
Si, 9.5078, -5.6789, 2.7755
Si, 9.5342, -1.9522, 2.7835
Si, -1.9212, -0.0468, 4.0658
Si, -1.9531, 3.8017, 4.0766
Si, -1.8852, 7.6265, 3.9558
Si, -1.9344, -3.8988, 4.1479
Si, 1.954, -0.0237, 4.0895
Si, 2.0275, 3.8637, 4.1807
Si, 1.8949, 7.6329, 3.9996
Si, 1.9631, -3.9288, 4.1544
Si, 5.7685, 0.0199, 4.1062
Si, 5.7883, 3.808, 4.118
Si, 5.7356, 7.7494, 4.1721
Si, 5.7322, -3.7403, 4.1355
Si, 9.6054, 0.0812, 3.9912
Si, 9.6216, 3.9086, 4.0518
Si, 9.6002, -7.6736, 4.0323
Si, 9.5303, -3.8183, 4.2002
Si, 0.0103, -0.0197, 5.4217
Si, 0.0132, 3.8323, 5.412
Si, -0.0066, 7.6653, 5.3853
Si, 0.0103, -3.8823, 5.4685
Si, 3.8489, 0.0001, 5.4769
Si, 3.9058, 3.8325, 5.5368
Si, 3.7827, 7.6875, 5.4545
Si, 3.8467, -3.8382, 5.5259
Si, 7.7164, 0.0242, 5.4247
Si, 7.7148, 3.8588, 5.4433
Si, 7.7015, -7.6767, 5.4563
Si, 7.6258, -3.8067, 5.528
Si, -3.8472, -0.0051, 5.4184
Si, -3.8258, 3.8472, 5.4747
Si, -3.81, -7.705, 5.3706
Si, -3.8563, -3.8606, 5.494
Si, -0.0122, 1.882, 12.2606
Si, -0.0322, 5.7865, 12.2807
Si, -0.0352, -5.7813, 12.3072
Si, -0.0385, -1.9539, 12.3011
Si, 3.8508, 1.9215, 12.2844
Si, 3.8361, 5.7552, 12.2446
Si, 3.8211, -5.7728, 12.2708
Si, 3.8166, -1.9361, 12.2618
Si, 7.7051, 1.9321, 12.2567
Si, 7.6889, 5.7546, 12.2369
Si, 7.669, -5.7943, 12.2196
Si, 7.677, -1.903, 12.2144
Si, -3.7902, 1.9309, 12.205
Si, -3.8139, 5.7917, 12.2112
Si, -3.8227, -5.7937, 12.2327
Si, -3.8363, -1.9056, 12.223
Si, -1.9155, 1.8568, 13.6453
Si, -1.9556, 5.8194, 13.6623
Si, -1.9598, -5.7794, 13.6961
Si, -1.9732, -1.9648, 13.6728
Si, 1.9039, 1.8909, 13.623
Si, 1.9133, 5.7625, 13.6022
Si, 1.8999, -5.7886, 13.652
Si, 1.897, -1.9623, 13.6461
Si, 5.7937, 1.9098, 13.6372
Si, 5.7628, 5.7723, 13.5929
Si, 5.7635, -5.7991, 13.6042
Si, 5.7615, -1.9091, 13.5834
Si, 9.682, 1.9708, 13.5409
Si, 9.6532, 5.7457, 13.5293
Si, 9.6149, -5.8138, 13.5187
Si, 9.6256, -1.8713, 13.5136
Si, -1.9322, -0.0738, 15.0634
Si, -1.9126, 3.8321, 14.9164
Si, -1.9505, -7.6668, 15.1231
Si, -2.0858, -3.8639, 15.0906
Si, 1.9336, -0.0347, 14.9994
Si, 1.8624, 3.8374, 14.9371
Si, 1.9474, -7.7296, 14.9959
Si, 1.8144, -3.8765, 15.0323
Si, 5.769, -0.0277, 15.0067
Si, 5.8283, 3.8626, 14.95
Si, 5.7179, -7.7175, 14.9913
Si, 5.7837, -3.843, 14.894
Si, 9.6636, 0.0654, 14.8644
Si, 9.7468, 3.8666, 14.9257
Si, 9.5654, -7.7469, 14.8692
Si, 9.6288, -3.8414, 14.7561
Si, 0.0508, -0.0641, 16.4088
Si, -0.0647, 3.8757, 16.3288
Si, 0.0933, -7.7469, 16.4161
Si, -0.161, -3.8753, 16.4305
Si, 3.8413, -0.0524, 16.4082
Si, 3.8216, 3.7914, 16.1887
Si, 3.8348, -7.7494, 16.4327
Si, 3.8611, -3.9005, 16.2144
Si, 7.7777, 0.041, 16.2406
Si, 7.8397, 3.916, 16.2439
Si, 7.6685, -7.7219, 16.2822
Si, 7.7756, -3.8135, 16.1401
Si, -3.9757, -0.0221, 16.2819
Si, -3.7457, 3.8107, 16.338
Si, -4.0197, -7.6436, 16.3611
Si, -4.1142, -3.8466, 16.3909
Si, -0.0437, 1.945, 17.6551
Si, 0.0645, 5.7157, 17.8505
Si, 0.1241, -5.8042, 17.7571
Si, 0.1629, -1.9898, 17.8134
Si, 3.8006, 1.951, 17.6527
Si, 3.8076, 5.5925, 17.6697
Si, 3.9802, -5.7357, 17.6763
Si, 3.9675, -2.0707, 17.6564
Si, 7.7158, 1.9968, 17.556
Si, 7.6599, 5.7834, 17.7134
Si, 8.1667, -5.7292, 17.4289
Si, 8.3985, -1.9222, 17.3987
Si, -3.8544, 1.8314, 17.7073
Si, -3.7061, 5.8004, 17.6268
Si, -4.8357, -5.7566, 17.6204
Si, -4.8095, -1.8627, 17.5308
Si, -1.9236, 1.5789, 19.0602
Si, -1.8742, 6.4163, 19.0033
Si, -1.2633, -6.6756, 19.4499
Si, -1.0277, -1.4163, 19.7723
Si, 1.8508, 2.4588, 18.9163
Si, 2.6281, -9.1453, 21.8607
Si, 2.0837, -5.162, 18.9454
Si, 2.1282, -2.7044, 18.9724
Si, 5.7675, 2.5587, 18.7608
Si, 5.7551, 4.9609, 18.8304
Si, 5.715, -5.8105, 19.2748
Si, 6.8604, -1.7652, 19.0723
Si, -5.7949, 2.1844, 18.9836
Si, -5.2488, 5.2941, 19.2882
Si, -4.1111, -5.4996, 19.8194
Si, -3.776, -2.4889, 20.3454
Si, 5.8439, -3.3822, 21.2016
Si, -6.1385, -8.9877, 24.0008
Si, 6.5281, -4.4444, 24.0596
Si, 1.9846, 4.9149, 19.0176
Si, 1.6061, -1.9855, 21.1316
Si, -6.8771, 3.4884, 23.7494
Si, 6.0387, 0.9646, 20.404
Si, 1.4198, -4.1717, 23.4056
Si, 6.376, 3.1872, -8.3621
Si, 1.0577, -6.5348, 21.5342
Si, -1.6067, 3.2962, 21.6908
Si, 1.0908, 2.189, 21.8201
Si, 8.9885, -3.5219, -8.698
Si, 8.6577, 1.3266, 21.7494
Si, -2.9276, -9.4088, 21.0604
Si, -6.1858, -3.2929, 24.8015
Si, 9.278, -0.8199, -7.272
Si, 0.2086, -8.4278, -7.3187
Si, -1.0418, -3.6828, 25.1518
Si, 7.2217, -7.3226, -7.6827
Si, 2.2017, -6.1756, -7.0696
Si, -3.6225, -5.0958, 24.5795
Si, 6.6504, -7.5878, 23.5808
Si, 11.9121, -0.8225, -5.7291
Si, -4.2882, -7.1291, 22.2776
Si, 5.4723, -0.1371, 24.6418
Si, -0.3472, 4.2037, -5.9832
Si, 6.8645, 5.3028, -6.4659
Si, -1.1748, -2.5349, -4.5251
Si, 2.9579, 3.7857, 23.6408
Si, 1.4169, -3.658, -5.4333
Si, -3.1052, -0.0079, 25.2338
Si, 5.0366, -5.3859, -7.0514
Si, 9.7382, -7.7066, -8.7666
Si, 5.6584, 2.9755, 24.6891
Si, 13.3296, -0.1048, -8.3166
Si, 5.7236, -3.6117, -4.631
Si, 4.1531, -0.8976, 21.9063
Si, 7.4239, 4.8629, -2.1524
Si, -0.1876, 2.3001, -8.3768
Si, 5.5445, -8.4322, 20.986
Si, -4.8995, -1.2595, 23.0246
Si, 4.7058, -0.7643, -5.4067
Si, 3.0983, -1.3244, -6.9587
Si, 5.1749, 5.684, -3.8303
Si, 7.0841, 1.0686, -6.33
Si, -0.8688, 1.5121, 23.8361
Si, 9.4157, -5.86, -6.7045
Si, 12.0545, 0.7382, -2.964
Si, 11.0905, 3.5579, -3.0645
Si, 13.9291, -7.4253, -5.1995
Si, 11.6764, 7.5343, -0.285
Si, 14.9741, 0.1056, -3.1056
Si, 16.1638, 2.7898, -3.5352
Si, 9.8766, 4.9886, -7.1472
Si, 13.1654, -5.1308, -3.3415
Si, 20.2209, 0.4967, -2.5366
Si, 19.1285, 3.2988, -2.775
Si, 18.6202, -7.6904, -2.8746
Si, 18.5475, -4.5159, -3.0858
Si, 23.2897, -0.0754, -2.2181
Si, 23.9865, 2.4651, -3.9981
Si, -18.4611, 5.5414, -5.0301
Si, 23.6436, -3.0653, -2.9102
Si, 15.8623, 0.0894, -0.2857
Si, 14.7895, 4.4748, -1.4478
Si, 15.7989, -8.5349, -3.0259
Si, 14.4014, -6.8057, -1.1011
Si, 18.9561, -0.002, 0.3194
Si, 19.6254, 3.8493, 0.1279
Si, 19.6524, -7.7141, 0.105
Si, 19.4375, -3.9218, -0.1127
Si, 23.7877, 0.0574, 0.0588
Si, 22.7665, 3.9974, 0.197
Si, 22.785, -7.622, 0.2067
Si, 22.6168, -3.7533, -0.0198
Si, 26.2035, 0.1679, -0.1703
Si, 27.238, 3.8977, -0.1616
Si, 24.8767, -7.9096, -2.229
Si, -20.5211, -5.2691, -3.7522
Si, 15.3604, 2.3743, 1.6076
Si, 15.4246, 4.8378, 1.4472
Si, 15.2361, -5.3235, 1.5423
Si, 15.2745, -2.2428, 1.5368
Si, 19.3222, 1.9683, 1.4895
Si, 19.276, 5.7621, 1.4122
Si, 19.1895, -5.7672, 1.3304
Si, 19.2347, -2.0471, 1.3606
Si, 23.2122, 1.9744, 1.3187
Si, 23.0306, 5.8572, 1.5494
Si, 23.0211, -5.6289, 1.3795
Si, 23.1149, -1.8574, 1.3056
Si, 26.9957, 1.9455, 1.2153
Si, 26.9418, 5.7777, 1.2437
Si, 26.8175, -5.3621, 1.4875
Si, 26.9109, -2.2861, 1.4478
Si, 13.3695, 1.9111, 2.7344
Si, 13.4821, 5.6736, 2.6112
Si, 13.3659, -5.6827, 2.8775
Si, 13.3714, -1.9782, 2.8465
Si, 17.3551, 1.9598, 2.7992
Si, 17.2911, 5.6741, 2.6747
Si, 17.2579, -5.7587, 2.6825
Si, 17.3058, -1.9835, 2.7271
Si, 21.2837, 1.9248, 2.7505
Si, 21.1217, 5.7927, 2.8769
Si, 21.0994, -5.7096, 2.7428
Si, 21.181, -1.8927, 2.699
Si, 25.1172, 2.0313, 2.6879
Si, 25.0622, 5.814, 2.7005
Si, 24.91, -5.6526, 2.7856
Si, 24.9793, -1.9614, 2.7541
Si, 13.4212, -0.0029, 4.0944
Si, 13.3844, 3.8393, 4.098
Si, 13.4656, -7.7496, 4.0035
Si, 13.3863, -3.8265, 4.2754
Si, 17.3123, -0.0276, 4.0575
Si, 17.3622, 3.8517, 4.1619
Si, 17.2432, -7.7271, 3.9895
Si, 17.3068, -3.8723, 4.1153
Si, 21.1758, 0.0052, 4.0949
Si, 21.2001, 3.8295, 4.1446
Si, 21.1221, -7.6289, 4.1315
Si, 21.1562, -3.7994, 4.1019
Si, 25.0427, 0.0427, 4.0135
Si, 25.0622, 3.9031, 4.0895
Si, 25.0173, -7.6426, 4.0517
Si, 24.9527, -3.8033, 4.197
Si, 15.3808, -0.0087, 5.4155
Si, 15.3669, 3.8422, 5.4155
Si, 15.3624, -7.7049, 5.3999
Si, 15.3901, -3.8505, 5.4914
Si, 19.2286, -0.0006, 5.4361
Si, 19.2692, 3.836, 5.5026
Si, 19.1606, -7.6827, 5.4145
Si, 19.2275, -3.8297, 5.462
Si, 23.1257, 0.0137, 5.4166
Si, 23.1338, 3.8714, 5.455
Si, 23.0904, -7.6712, 5.4331
Si, 23.0374, -3.8229, 5.5136
Si, 11.4928, 0.0268, 5.4305
Si, 11.5023, 3.8769, 5.47
Si, 11.5354, -7.7078, 5.3922
Si, 11.4533, -3.8291, 5.5561
Si, 15.3877, 1.8797, 12.259
Si, 15.366, 5.791, 12.2606
Si, 15.3817, -5.7632, 12.305
Si, 15.3675, -1.9472, 12.2952
Si, 19.2321, 1.9387, 12.2422
Si, 19.2341, 5.7645, 12.2163
Si, 19.2087, -5.7735, 12.2373
Si, 19.2104, -1.9293, 12.2301
Si, 23.0904, 1.9516, 12.1842
Si, 23.0919, 5.7632, 12.2023
Si, 23.0657, -5.7988, 12.1772
Si, 23.0693, -1.9085, 12.1716
Si, 11.6085, 1.9258, 12.2246
Si, 11.5823, 5.7896, 12.2139
Si, 11.5771, -5.7949, 12.2423
Si, 11.5706, -1.9064, 12.2206
Si, 13.4888, 1.8578, 13.6546
Si, 13.4502, 5.822, 13.6505
Si, 13.4577, -5.7741, 13.6867
Si, 13.4361, -1.9589, 13.6698
Si, 17.3094, 1.8875, 13.6165
Si, 17.3134, 5.7751, 13.5756
Si, 17.32, -5.7565, 13.6629
Si, 17.3094, -1.9556, 13.6392
Si, 21.1787, 1.9369, 13.5683
Si, 21.1648, 5.7788, 13.5608
Si, 21.1512, -5.8166, 13.5537
Si, 21.1545, -1.9094, 13.542
Si, 25.0592, 2.0137, 13.4647
Si, 25.0463, 5.7589, 13.518
Si, 25.0073, -5.8237, 13.4821
Si, 25.0063, -1.8733, 13.4846
Si, 13.4878, -0.0755, 15.0757
Si, 13.4905, 3.8417, 14.9129
Si, 13.4676, -7.6647, 15.1058
Si, 13.3534, -3.8624, 15.0807
Si, 17.3599, -0.0406, 15.0064
Si, 17.2633, 3.8492, 14.9069
Si, 17.348, -7.719, 14.9744
Si, 17.28, -3.8412, 15.0699
Si, 21.1259, 0.0042, 14.923
Si, 21.2256, 3.8675, 14.914
Si, 21.1181, -7.7171, 14.9672
Si, 21.1534, -3.8643, 14.8313
Si, 25.004, 0.1129, 14.7645
Si, 25.1374, 3.872, 14.9044
Si, 24.9572, -7.7347, 14.8674
Si, 25.0061, -3.8595, 14.722
Si, 15.4725, -0.0557, 16.4057
Si, 15.3472, 3.9053, 16.3093
Si, 15.5067, -7.7263, 16.411
Si, 15.281, -3.8431, 16.4256
Si, 19.2788, -0.0827, 16.4113
Si, 19.2197, 3.7891, 16.1536
Si, 19.2329, -7.7499, 16.4035
Si, 19.3394, -3.8556, 16.2876
Si, 23.1118, 0.0854, 16.1368
Si, 23.2279, 3.9139, 16.2238
Si, 23.0564, -7.7211, 16.2808
Si, 23.1223, -3.86, 16.0647
Si, 11.4821, -0.0593, 16.362
Si, 11.6626, 3.8135, 16.3433
Si, 11.3954, -7.6607, 16.321
Si, 11.3259, -3.8635, 16.3618
Si, 15.3691, 1.9736, 17.6223
Si, 15.4688, 5.7376, 17.8481
Si, 15.5462, -5.7743, 17.7479
Si, 15.6061, -1.967, 17.8289
Si, 19.1952, 1.9437, 17.6129
Si, 19.1981, 5.5904, 17.6333
Si, 19.3814, -5.7541, 17.6732
Si, 19.6006, -2.0377, 17.7741
Si, 23.0923, 1.9892, 17.5324
Si, 23.0488, 5.7735, 17.7041
Si, 23.5276, -5.7262, 17.4415
Si, 23.5774, -1.9112, 17.2512
Si, 11.5689, 1.8427, 17.7265
Si, 11.6943, 5.8131, 17.6188
Si, 10.6039, -5.7844, 17.5693
Si, 10.7936, -1.9403, 17.67
Si, 13.5184, 1.6449, 19.065
Si, 13.5215, 6.4534, 18.9859
Si, 14.1428, -6.6388, 19.4284
Si, 14.3592, -1.3793, 19.7705
Si, 17.2568, 2.4683, 18.8868
Si, 18.0232, -9.1731, 21.8687
Si, 17.5023, -5.1442, 18.9528
Si, 17.6137, -2.667, 18.9652
Si, 21.1441, 2.5511, 18.7398
Si, 21.1314, 4.9385, 18.7923
Si, 21.078, -5.862, 19.3002
Si, 21.8703, -1.7897, 18.8166
Si, 9.6013, 2.2151, 18.9574
Si, 10.1481, 5.3285, 19.2817
Si, 11.3093, -5.4611, 19.7524
Si, 11.449, -2.3917, 19.9252
Si, 21.1734, -3.4304, 21.16
Si, 9.2897, -8.8408, 24.02
Si, 21.9895, -4.5507, 23.9092
Si, 17.39, 4.9179, 19.0056
Si, 17.0133, -2.008, 21.1278
Si, 8.6491, 3.6144, 23.8351
Si, 21.3447, 0.9212, 20.3641
Si, 16.7889, -4.1687, 23.3587
Si, 21.8037, 3.0853, -8.3588
Si, 16.4593, -6.5504, 21.5223
Si, 13.8359, 3.3639, 21.6936
Si, 16.512, 2.2053, 21.7942
Si, 24.442, -3.622, -8.7959
Si, 24.0439, 1.2475, 21.7052
Si, 12.4765, -9.3607, 21.0495
Si, 9.268, -3.1359, 24.7171
Si, 24.7725, -0.8834, -7.2766
Si, 15.6246, -8.3817, -7.3488
Si, 14.4096, -3.7067, 25.0663
Si, 22.7133, -7.3525, -7.5808
Si, 17.5569, -6.1207, -7.0781
Si, 11.7551, -5.0136, 24.5746
Si, 22.1171, -7.6465, 23.5346
Si, -18.8114, -0.8047, -5.6271
Si, 11.1352, -7.0405, 22.2565
Si, 20.9113, -0.1213, 24.7019
Si, 15.0404, 4.2337, -5.9966
Si, 22.3476, 5.2406, -6.4768
Si, 14.0983, -2.5329, -4.5824
Si, 18.3735, 3.7482, 23.6355
Si, 16.7642, -3.6832, -5.4704
Si, 12.1317, -0.0743, 24.8107
Si, 20.4476, -5.3416, -7.1268
Si, -20.956, -7.6519, -8.7353
Si, 21.1041, 2.9941, 24.7098
Si, -17.4117, -0.1491, -8.2275
Si, 21.0391, -3.4624, -4.7135
Si, 19.5213, -0.9107, 21.9889
Si, 23.2531, 5.0136, -2.5727
Si, 15.2194, 2.4058, -8.3987
Si, 20.9333, -8.5102, 20.9893
Si, 10.2068, -1.1833, 22.571
Si, 20.0618, -0.4919, -5.245
Si, 18.2286, -1.4229, -7.2797
Si, 20.7448, 5.7523, -3.7689
Si, 22.6048, 0.9593, -6.3515
Si, 14.5263, 1.4962, 23.8015
Si, 24.9088, -5.8385, -6.6718
Si, -18.5162, 0.7529, -2.8875
Si, -19.4455, 3.5127, -3.0536
Si, -16.8035, -7.3194, -5.0629
Si, 27.1764, 7.5763, -0.2556
Si, -15.6291, 0.1277, -3.0957
Si, -14.5785, 2.8729, -3.4536
Si, -20.7975, 5.0384, -7.1293
Si, -17.4846, -4.9866, -3.2632
Si, -10.7326, 0.3831, -2.1869
Si, -11.5393, 3.2804, -2.7308
Si, -12.1949, -7.7603, -2.838
Si, -12.2719, -4.6003, -3.073
Si, -7.6359, -0.1686, -2.101
Si, -6.9051, 2.3699, -3.9631
Si, -3.1154, 5.4328, -5.083
Si, -7.1492, -3.1622, -2.8564
Si, -14.3195, 0.1021, -0.3729
Si, -15.9711, 4.56, -1.3584
Si, -15.0165, -8.4019, -2.7819
Si, -16.2004, -6.5532, -0.8022
Si, -11.939, 0.0678, -0.1016
Si, -10.8083, 3.893, 0.1464
Si, -11.0721, -7.7282, 0.1192
Si, -11.3051, -3.916, -0.1339
Si, -6.9621, 0.0389, 0.1087
Si, -8.3105, 3.9438, 0.2141
Si, -7.9645, -7.6426, 0.2299
Si, -8.1316, -3.7906, 0.0128
Si, -4.5739, 0.1496, -0.1338
Si, -3.5359, 3.8895, -0.1471
Si, -5.9427, -7.9554, -2.2401
Si, -5.1881, -5.3405, -3.8164
Si, -15.2383, 2.3361, 1.5676
Si, -15.2732, 4.8165, 1.4729
Si, -15.5135, -5.3821, 1.1967
Si, -15.313, -2.2531, 1.4433
Si, -11.4426, 1.9214, 1.3103
Si, -11.4115, 5.7435, 1.4408
Si, -11.5475, -5.766, 1.3137
Si, -11.5735, -1.921, 1.1704
Si, -7.6337, 1.9624, 1.3213
Si, -7.7609, 5.7968, 1.5336
Si, -7.7414, -5.6581, 1.4159
Si, -7.66, -1.8751, 1.3239
Si, -3.7894, 1.9426, 1.2305
Si, -3.8431, 5.7611, 1.2583
Si, -3.9151, -5.392, 1.461
Si, -3.8723, -2.31, 1.4643
Si, -17.2747, 1.8623, 2.6525
Si, -17.2548, 5.6393, 2.5853
Si, -17.3359, -5.7368, 2.6767
Si, -17.2861, -1.9796, 2.7027
Si, -13.3004, 1.9547, 2.7957
Si, -13.4097, 5.6427, 2.6844
Si, -13.5478, -5.8145, 2.5444
Si, -13.3712, -2.0113, 2.7131
Si, -9.5519, 1.853, 2.7144
Si, -9.6156, 5.8087, 2.928
Si, -9.6696, -5.7228, 2.761
Si, -9.6488, -1.8561, 2.6136
Si, -5.6952, 2.0372, 2.6693
Si, -5.7294, 5.7742, 2.6929
Si, -5.8274, -5.6798, 2.7774
Si, -5.8017, -1.9822, 2.7669
Si, -17.291, -0.0419, 4.0294
Si, -17.3229, 3.7881, 4.0468
Si, -17.2726, -7.754, 3.929
Si, -17.3068, -3.8653, 4.108
Si, -13.4088, -0.0468, 4.0378
Si, -13.3442, 3.8339, 4.1722
Si, -13.5078, -7.7346, 3.9454
Si, -13.4369, -3.941, 4.0367
Si, -9.6151, -0.024, 4.0936
Si, -9.5864, 3.7911, 4.1138
Si, -9.6336, -7.6193, 4.1697
Si, -9.6429, -3.7731, 4.0487
Si, -5.7435, 0.0406, 4.0032
Si, -5.7191, 3.8837, 4.0994
Si, -5.7607, -7.6699, 4.0428
Si, -5.8137, -3.8289, 4.1977
Si, -15.3553, -0.0229, 5.3801
Si, -15.3633, 3.8196, 5.3904
Si, -15.3918, -7.7104, 5.3542
Si, -15.3565, -3.8651, 5.4142
Si, -11.5351, -0.0224, 5.4539
Si, -11.4686, 3.8263, 5.5272
Si, -11.611, -7.6771, 5.4112
Si, -11.5456, -3.8637, 5.4329
Si, -7.6578, 0.0036, 5.4079
Si, -7.6566, 3.846, 5.4423
Si, -7.6693, -7.6671, 5.4526
Si, -7.755, -3.8168, 5.4798
Si, -19.2091, -0.0042, 5.4034
Si, -19.1948, 3.8506, 5.4539
Si, -19.1846, -7.6874, 5.3608
Si, -19.2273, -3.8433, 5.4645
Si, -15.3705, 1.8986, 12.2562
Si, -15.401, 5.7947, 12.271
Si, -15.392, -5.7633, 12.31
Si, -15.3947, -1.9371, 12.3033
Si, -11.5469, 1.9505, 12.2565
Si, -11.55, 5.7715, 12.2294
Si, -11.5745, -5.7657, 12.248
Si, -11.5722, -1.9148, 12.2484
Si, -7.7046, 1.9581, 12.2142
Si, -7.701, 5.7666, 12.2225
Si, -7.7252, -5.7905, 12.2053
Si, -7.7212, -1.894, 12.1967
Si, -19.1474, 1.9377, 12.1938
Si, -19.1814, 5.7944, 12.2037
Si, -19.1808, -5.7981, 12.2248
Si, -19.1955, -1.9052, 12.2057
Si, -17.2709, 1.8838, 13.6401
Si, -17.3221, 5.8343, 13.6558
Si, -17.3152, -5.7744, 13.6934
Si, -17.3337, -1.9486, 13.662
Si, -13.4636, 1.9144, 13.6401
Si, -13.4623, 5.7733, 13.6034
Si, -13.4626, -5.7524, 13.6745
Si, -13.4658, -1.9251, 13.6685
Si, -9.6153, 1.9638, 13.6064
Si, -9.6271, 5.787, 13.5848
Si, -9.6427, -5.8061, 13.5794
Si, -9.6341, -1.8756, 13.5695
Si, -5.7337, 2.014, 13.4938
Si, -5.7433, 5.7669, 13.5281
Si, -5.7823, -5.799, 13.5099
Si, -5.7898, -1.8587, 13.514
Si, -17.2813, -0.0498, 15.0474
Si, -17.27, 3.8595, 14.9247
Si, -17.309, -7.6607, 15.1294
Si, -17.4309, -3.8516, 15.0751
Si, -13.4159, 0.0009, 15.0433
Si, -13.498, 3.8609, 14.9633
Si, -13.4415, -7.7151, 14.9943
Si, -13.5155, -3.8288, 15.0715
Si, -9.6694, 0.0392, 14.9672
Si, -9.5788, 3.8959, 14.9679
Si, -9.685, -7.7119, 14.9948
Si, -9.6331, -3.8374, 14.84
Si, -5.7885, 0.1196, 14.8094
Si, -5.6609, 3.8855, 14.9182
Si, -5.825, -7.7223, 14.8719
Si, -5.7917, -3.8345, 14.7639
Si, -15.3147, -0.0278, 16.4295
Si, -15.4258, 3.9268, 16.351
Si, -15.2699, -7.7343, 16.45
Si, -15.5117, -3.8351, 16.4333
Si, -11.5068, 0.005, 16.4777
Si, -11.5619, 3.8408, 16.264
Si, -11.5752, -7.7516, 16.4411
Si, -11.4561, -3.8218, 16.2741
Si, -7.6844, 0.1408, 16.1823
Si, -7.561, 3.9661, 16.2498
Si, -7.7241, -7.6743, 16.2726
Si, -7.6806, -3.8146, 16.1035
Si, 26.823, -0.0051, 16.2237
Si, 27.051, 3.8167, 16.337
Si, 26.7736, -7.6456, 16.344
Si, 26.6892, -3.8756, 16.3397
Si, -15.4096, 2.0014, 17.666
Si, -15.277, 5.7325, 17.9294
Si, -15.243, -5.7644, 17.7591
Si, -15.1778, -1.9596, 17.8349
Si, -11.5528, 2.0238, 17.7653
Si, -11.6193, 5.6345, 17.7707
Si, -11.4029, -5.7246, 17.6377
Si, -11.2214, -2.0021, 17.76
Si, -7.6891, 2.0631, 17.5822
Si, -7.7321, 5.8483, 17.7088
Si, -7.2732, -5.6971, 17.4546
Si, -7.2331, -1.8633, 17.302
Si, 26.9474, 1.8232, 17.6912
Si, 27.0847, 5.8135, 17.6262
Si, 25.9717, -5.7677, 17.6134
Si, 26.0007, -1.8755, 17.415
Si, 28.8757, 1.5968, 19.0679
Si, 28.9099, 6.4426, 19.0138
Si, -16.619, -6.6504, 19.4566
Si, -16.398, -1.4089, 19.7902
Si, -13.5436, 2.5028, 18.9882
Si, -12.8535, -9.4653, 21.4869
Si, -13.2688, -5.1274, 18.9262
Si, -13.1722, -2.6569, 18.9712
Si, -9.5709, 2.7733, 18.841
Si, -9.6165, 5.1684, 18.9
Si, -9.7392, -5.8569, 19.2857
Si, -9.0015, -1.7147, 18.8019
Si, 24.9878, 2.1881, 18.9289
Si, 25.5351, 5.3032, 19.2815
Si, -19.4608, -5.4813, 19.8147
Si, -19.1889, -2.4466, 20.2641
Si, -9.6291, -3.4417, 21.1777
Si, 24.7102, -8.9104, 24.0683
Si, -8.7503, -4.7016, 23.7889
Si, -13.4043, 4.9917, 19.2703
Si, -13.7725, -2.0379, 21.1456
Si, 24.0886, 3.5453, 23.8342
Si, -9.2618, 0.6279, 20.7123
Si, -13.9694, -4.2655, 23.3318
Si, -9.052, 3.0421, -8.3545
Si, -14.2276, -6.6331, 21.4624
Si, -16.9899, 3.2825, 21.7216
Si, -14.3633, 2.0138, 21.8204
Si, -6.2633, -3.626, -8.8543
Si, -6.5636, 1.0767, 21.7976
Si, -18.3064, -9.4014, 21.0715
Si, 24.59, -3.2111, 24.8416
Si, -6.0152, -0.9167, -7.2244
Si, -15.1054, -8.3759, -7.2716
Si, -16.3888, -3.7217, 25.0959
Si, -8.0935, -7.3777, -7.6739
Si, -13.1771, -6.1446, -7.028
Si, -19.0398, -5.0449, 24.6359
Si, -8.7625, -7.8128, 23.3256
Si, -3.4599, -0.8492, -5.5712
Si, -19.6324, -7.0765, 22.3096
Si, -9.9067, -0.1549, 24.7952
Si, -15.6971, 4.284, -5.921
Si, -8.4781, 5.2484, -6.5368
Si, -16.5319, -2.4621, -4.5697
Si, -12.5426, 3.5971, 23.5411
Si, -13.9734, -3.722, -5.4473
Si, -18.6715, -0.0669, 25.0681
Si, -10.3189, -5.3559, -7.1002
Si, -5.6171, -7.6992, -8.8603
Si, -9.8103, 2.957, 24.6556
Si, -2.0478, -0.2706, -8.1845
Si, -9.7311, -3.5681, -4.6506
Si, -11.2979, -1.0678, 22.1917
Si, -7.6383, 4.9441, -2.5854
Si, -15.5315, 2.3838, -8.2733
Si, -9.8516, 6.6423, 20.6941
Si, -20.5805, -1.2137, 22.8013
Si, -10.6676, -0.5553, -5.017
Si, -12.4426, -1.4684, -7.159
Si, -10.0877, 5.6875, -3.8538
Si, -8.214, 0.8985, -6.3049
Si, -16.3488, 1.4146, 23.8328
Si, -5.8725, -5.8892, -6.7722
Si, 0.0103, -1.937, 6.8002
Si, 0.0116, 1.9083, 6.7796
Si, 0.006, 5.7574, 6.7726
Si, 0.0006, -5.813, 6.7923
Si, 3.8322, -1.9088, 6.8553
Si, 3.8411, 1.9033, 6.8586
Si, 3.8493, 5.7807, 6.8411
Si, 3.8269, -5.788, 6.8371
Si, 7.6892, -1.8724, 6.8426
Si, 7.7065, 1.9338, 6.8057
Si, 7.6935, -9.6056, 6.8119
Si, 7.6736, -5.7649, 6.8337
Si, -3.8494, -1.9161, 6.81
Si, -3.8368, 1.9075, 6.8016
Si, -3.8302, -9.5979, 6.7884
Si, -3.8378, -5.8056, 6.7956
Si, 15.3895, -1.9123, 6.8122
Si, 15.3879, 1.9174, 6.7748
Si, 15.3778, -9.6201, 6.7729
Si, 15.3785, -5.7938, 6.7959
Si, 19.2253, -1.9105, 6.8146
Si, 19.2265, 1.9047, 6.8242
Si, 19.2272, -9.5958, 6.8013
Si, 19.205, -5.7708, 6.7965
Si, 23.0886, -1.8842, 6.8253
Si, 23.1118, 1.9295, 6.7919
Si, 23.0981, -9.5895, 6.8013
Si, 23.0792, -5.7702, 6.8208
Si, 11.4953, -1.8774, 6.8403
Si, 11.5208, 1.9364, 6.8051
Si, 11.5229, -9.591, 6.8131
Si, 11.5181, -5.801, 6.8132
Si, -15.3588, -1.9338, 6.767
Si, -15.3622, 1.8995, 6.7551
Si, -15.3716, -9.6263, 6.736
Si, -15.3742, -5.7943, 6.752
Si, -11.5543, -1.9431, 6.8046
Si, -11.5335, 1.89, 6.8362
Si, -11.5378, -9.5922, 6.8015
Si, -11.5598, -5.7765, 6.7998
Si, -7.6934, -1.8927, 6.8168
Si, -7.6699, 1.917, 6.7928
Si, -7.6859, -9.6056, 6.794
Si, -7.7033, -5.754, 6.818
Si, -19.2153, -1.911, 6.7969
Si, -19.2093, 1.9117, 6.7843
Si, -19.1982, -9.5909, 6.769
Si, -19.2026, -5.7874, 6.7777
Si, 1.9056, -1.9262, 8.2
Si, 1.9018, 1.9109, 8.192
Si, 1.9082, 5.7591, 8.1783
Si, 1.9018, -5.7865, 8.1867
Si, 5.7616, -1.8993, 8.1975
Si, 5.7795, 1.9147, 8.1766
Si, 5.7716, -9.605, 8.1825
Si, 5.7523, -5.7923, 8.1897
Si, 9.5991, -1.9021, 8.2151
Si, 9.6172, 1.9333, 8.1813
Si, 9.6116, -9.609, 8.1803
Si, 9.6032, -5.7762, 8.1821
Si, -1.9158, -1.9311, 8.1548
Si, -1.9032, 1.9135, 8.1462
Si, -1.9032, -9.6112, 8.1428
Si, -1.9171, -5.7845, 8.155
Si, 17.3041, -1.915, 8.18
Si, 17.2911, 1.9177, 8.1698
Si, 17.2926, -9.6195, 8.1556
Si, 17.2922, -5.7762, 8.169
Si, 21.1521, -1.8984, 8.167
Si, 21.1698, 1.9173, 8.1436
Si, 21.155, -9.5951, 8.142
Si, 21.1378, -5.7838, 8.1518
Si, -21.1346, -1.9193, 8.165
Si, -21.1265, 1.9246, 8.1512
Si, -21.1218, -9.6018, 8.1366
Si, -21.1328, -5.7744, 8.1428
Si, 13.4554, -1.9168, 8.1565
Si, 13.4701, 1.9226, 8.1385
Si, 13.4706, -9.6052, 8.1476
Si, 13.4572, -5.7739, 8.1533
Si, -13.4684, -1.9273, 8.1706
Si, -13.4738, 1.9127, 8.1687
Si, -13.4745, -9.6181, 8.1443
Si, -13.4798, -5.7735, 8.157
Si, -9.6285, -1.9096, 8.1633
Si, -9.6, 1.912, 8.1591
Si, -9.6172, -9.5903, 8.1498
Si, -9.6349, -5.7816, 8.1615
Si, -5.7692, -1.9224, 8.1751
Si, -5.7553, 1.9212, 8.1626
Si, -5.7567, -9.6088, 8.148
Si, -5.7668, -5.7703, 8.1579
Si, -17.2782, -1.9277, 8.1372
Si, -17.2739, 1.9139, 8.1291
Si, -17.2696, -9.6037, 8.1237
Si, -17.2801, -5.771, 8.1359
Si, 1.9037, -0.0089, 9.5606
Si, 1.901, 3.8384, 9.5524
Si, 1.9026, 7.6823, 9.5487
Si, 1.8979, -3.8612, 9.5514
Si, 5.7564, 0.0134, 9.5594
Si, 5.7618, 3.843, 9.5226
Si, 5.7557, -7.7013, 9.5532
Si, 5.7566, -3.8487, 9.5276
Si, 9.6191, 0.0224, 9.5521
Si, 9.6273, 3.8534, 9.5452
Si, 9.6114, -7.6923, 9.5378
Si, 9.6188, -3.8509, 9.5451
Si, -1.9051, -0.0086, 9.5062
Si, -1.897, 3.8472, 9.4959
Si, -1.9058, -7.6983, 9.5109
Si, -1.919, -3.8567, 9.5182
Si, 17.2995, 0.0001, 9.54
Si, 17.2877, 3.8469, 9.5265
Si, 17.2922, -7.6986, 9.5248
Si, 17.2897, -3.8506, 9.5307
Si, 21.1509, 0.0162, 9.5257
Si, 21.1482, 3.8546, 9.48
Si, 21.1445, -7.6944, 9.5166
Si, 21.1466, -3.8471, 9.4966
Si, -21.1268, 0.0079, 9.5126
Si, -21.1218, 3.8588, 9.5026
Si, -21.1309, -7.6903, 9.5026
Si, -21.1306, -3.8551, 9.514
Si, 13.4801, 0.0033, 9.5065
Si, 13.4866, 3.8485, 9.4982
Si, 13.4825, -7.6873, 9.5127
Si, 13.4651, -3.848, 9.5166
Si, -13.4704, -0.0061, 9.5352
Si, -13.4807, 3.8505, 9.5195
Si, -13.4791, -7.6961, 9.5171
Si, -13.4826, -3.8534, 9.5317
Si, -9.6312, 0.0073, 9.5322
Si, -9.6295, 3.8572, 9.4888
Si, -9.631, -7.6907, 9.528
Si, -9.633, -3.845, 9.5099
Si, -5.7627, 0.0058, 9.524
Si, -5.7532, 3.8547, 9.5168
Si, -5.7703, -7.6922, 9.512
Si, -5.7646, -3.8522, 9.531
Si, -17.2683, -0.0053, 9.4939
Si, -17.2654, 3.8524, 9.4772
Si, -17.2664, -7.6887, 9.4945
Si, -17.2823, -3.8493, 9.5082
Si, -0.0217, -0.0369, 10.913
Si, -0.0204, 3.8401, 10.9251
Si, -0.0201, 7.6974, 10.914
Si, -0.0225, -3.8673, 10.9236
Si, 3.8283, 0.0028, 10.9187
Si, 3.841, 3.8301, 10.8923
Si, 3.826, 7.6884, 10.9058
Si, 3.8338, -3.8565, 10.897
Si, 7.6892, 0.0246, 10.8895
Si, 7.6806, 3.8406, 10.8807
Si, 7.6867, -7.7125, 10.8825
Si, 7.678, -3.8515, 10.8857
Si, -3.8216, 0.0053, 10.857
Si, -3.8042, 3.8595, 10.8586
Si, -3.8287, -7.6892, 10.8487
Si, -3.8338, -3.8512, 10.8881
Si, 15.3772, -0.0318, 10.9012
Si, 15.3747, 3.8389, 10.9147
Si, 15.3808, -7.6754, 10.9065
Si, 15.3741, -3.8559, 10.911
Si, 19.2251, 0.0112, 10.8901
Si, 19.2294, 3.8451, 10.8563
Si, 19.2165, -7.6952, 10.8739
Si, 19.2265, -3.8518, 10.8708
Si, 23.0941, 0.0205, 10.8432
Si, 23.0776, 3.8617, 10.8222
Si, 23.0887, -7.7113, 10.8339
Si, 23.0775, -3.8548, 10.8425
Si, 11.573, 0.0118, 10.8669
Si, 11.5863, 3.8533, 10.8722
Si, 11.5642, -7.6878, 10.857
Si, 11.5577, -3.8545, 10.8933
Si, -15.3845, -0.0255, 10.9058
Si, -15.3895, 3.851, 10.909
Si, -15.3831, -7.6749, 10.9084
Si, -15.3888, -3.8522, 10.9213
Si, -11.5543, 0.0178, 10.8998
Si, -11.5485, 3.8528, 10.8635
Si, -11.5632, -7.6887, 10.8805
Si, -11.5534, -3.8417, 10.8843
Si, -7.6982, 0.0275, 10.8626
Si, -7.7096, 3.8638, 10.8433
Si, -7.6991, -7.7046, 10.859
Si, -7.7131, -3.8467, 10.8688
Si, -19.1837, 0.0099, 10.8457
Si, -19.1704, 3.8647, 10.8446
Si, -19.1878, -7.6884, 10.8363
Si, -19.1989, -3.8544, 10.8756
O, -1.7447, 0.1787, -2.3147
O, 11.0039, 0.3829, -1.7855
O, 10.759, 3.7925, -1.4789
O, -5.3588, 2.7985, -3.8289
O, -4.3655, 5.3996, -6.0897
O, 1.5813, -7.6533, -6.9828
O, 11.6161, -5.5044, -3.1245
O, 8.638, -9.4836, -2.5547
O, 0.8342, -0.0735, -1.8707
O, 0.1105, 3.2339, -2.0547
O, 2.341, 2.6594, -3.2768
O, -0.1179, -7.8703, -4.2179
O, 2.2794, -2.5842, -6.3073
O, -1.4691, -5.7112, -1.9915
O, 3.9434, -0.0668, -1.3579
O, 6.2361, -0.3016, -2.5913
O, 3.8114, 3.8228, -1.3778
O, 4.0206, -7.6214, -1.3542
O, 3.1487, -4.0357, -1.4472
O, 5.6366, -3.7751, -0.4574
O, 7.8895, -7.4481, -1.162
O, 8.0848, -3.7622, -1.2835
O, 9.5412, -4.0585, -3.344
O, 0.2342, 1.4797, 0.2099
O, 0.1107, -1.18, 0.3369
O, 0.2637, 5.1476, -0.1371
O, 0.0375, -3.8041, 0.9118
O, 0.0756, -6.3275, 0.0512
O, 11.4285, -1.292, 0.185
O, 11.5036, -3.8184, 0.9442
O, 11.4303, -6.3392, 0.2455
O, 5.428, -2.1741, 18.4059
O, -6.6233, -9.2939, 18.9352
O, 7.2652, -5.575, 18.8155
O, -2.5071, -5.7162, 19.8474
O, -4.426, -1.6747, 19.1122
O, -2.1706, -2.5026, 20.1571
O, 11.6917, -0.005, -4.351
O, -2.9747, 2.3101, -3.0516
O, -3.5784, 4.7821, -3.6845
O, -2.0131, -7.8539, -0.567
O, 10.4096, -6.6601, -7.7149
O, 10.193, -5.5384, -5.3523
O, 2.9563, -7.8431, 25.2769
O, -0.3783, -1.2501, -3.9533
O, 0.1037, 1.3556, -3.8941
O, 0.4361, 3.8841, -4.6119
O, 8.102, -0.1721, -6.3984
O, -6.2797, 4.9289, 23.3558
O, -1.7653, -5.9209, -4.67
O, 4.042, -0.397, -3.9645
O, 5.5697, -2.143, -5.2885
O, 1.8661, -8.4358, -2.6293
O, 4.4893, -3.9471, -3.6673
O, 1.4999, -5.1365, -6.0606
O, 8.4293, 1.0563, -3.0565
O, 8.4906, -1.623, -2.7919
O, 7.6754, 2.1659, -5.299
O, 4.5274, -4.2168, -8.0009
O, 7.0501, -3.6424, -3.7441
O, -1.7193, 0.0645, 19.6729
O, -4.5066, 5.7119, 20.6749
O, 1.7467, -3.2418, 22.1386
O, -0.3641, -6.7779, 20.8106
O, 0.074, -1.4302, 20.9862
O, 2.7038, -4.3718, 24.3736
O, 1.3166, 1.9393, -8.8441
O, 2.2014, 5.3625, 20.5719
O, 8.686, -2.0562, -8.1081
O, 6.3372, -3.6379, 22.6904
O, 4.69, -0.8337, 23.4197
O, 6.7717, -0.2294, 19.5725
O, 5.8485, 5.489, 20.3848
O, 7.0531, 1.3748, 21.5864
O, 5.5654, -7.3374, 19.7979
O, 4.6201, -2.314, 21.2561
O, 9.4359, 1.3505, 20.3294
O, -5.656, 3.7344, 19.4737
O, -4.3749, -3.9867, 20.344
O, -4.8051, -6.5444, 20.8506
O, 0.2171, -3.4534, 24.1957
O, -4.116, -1.7424, 21.7143
O, 9.8084, 0.3091, -8.29
O, 4.0729, -8.4725, 21.6308
O, 2.1738, -0.1165, -7.5425
O, -0.1428, 2.4107, 24.9669
O, 2.0673, -5.8538, 20.4503
O, 0.3326, 5.4633, -6.7294
O, 4.6887, 0.3687, 21.0605
O, 8.9986, 2.6298, 22.6128
O, 8.4308, 4.8403, -6.4118
O, 6.6213, -6.0004, 23.7105
O, -5.9902, 2.8988, 24.946
O, 10.48, -1.2935, -6.3015
O, 6.6859, -8.8049, -7.4267
O, 2.5936, 5.2801, 23.1579
O, -2.9945, -8.0931, 22.028
O, -3.8649, -1.0221, 24.2356
O, 0.9232, -5.5953, 22.8358
O, 12.8233, -2.1213, -5.4729
O, 1.593, 1.6819, 20.367
O, 14.1096, 1.2605, -8.6515
O, -10.1099, -4.5317, 24.6435
O, 6.0209, -6.3038, -7.9164
O, 1.9864, -5.6396, -8.5766
O, 7.8728, -8.1867, 24.4308
O, 5.278, -8.2168, 24.1167
O, 6.9094, 1.7679, -7.7829
O, -5.6279, 0.1432, 22.7061
O, 6.0334, 5.6764, -2.4454
O, -0.1312, -3.2368, -5.5241
O, -5.9452, -2.4163, 23.4543
O, 0.0185, 3.4128, 21.5974
O, -2.1336, 2.61, 20.3183
O, 5.9812, 4.1058, -7.0959
O, 1.5765, -7.9571, 22.0617
O, 6.7014, -8.0289, 22.0308
O, -5.4583, -7.9855, 22.9531
O, 7.409, 3.5555, -3.1127
O, 3.7556, -6.2735, -6.6381
O, 5.7925, -4.7522, -5.775
O, 2.4085, 2.7108, 22.5728
O, -2.3496, -4.1319, 24.3198
O, -3.9289, -5.8604, 23.1994
O, -2.6719, -8.4234, -4.7908
O, 24.9038, -6.5941, -3.1675
O, 3.8914, -1.7692, -8.306
O, 14.8447, -1.2302, -3.9818
O, 6.8931, -0.8786, 24.8805
O, 14.884, 5.5853, -2.6167
O, -5.9223, -6.6762, -3.2362
O, 15.4479, -1.5222, 20.9908
O, -12.1915, -4.11, -1.5113
O, -0.0527, -8.4836, -8.9041
O, 4.56, 3.6668, 23.7262
O, -19.8656, 3.7306, -1.4965
O, 17.5668, -2.6646, -6.4632
O, -1.9493, 2.3903, 22.9925
O, 5.7253, 1.4107, 24.3489
O, 2.544, -0.8308, 21.8004
O, 9.7696, -9.1945, -8.1979
O, 13.5215, 0.3402, -2.4462
O, -19.6247, 0.4668, -1.7436
O, -15.9946, 5.7391, -2.4614
O, 18.356, -6.1254, -3.2232
O, 10.9793, 5.3271, -6.0443
O, 17.0118, -7.6309, -6.9968
O, -19.0737, -5.1194, -3.077
O, 17.3383, 0.0318, 0.2982
O, 15.9926, -0.0651, -1.8754
O, 15.5304, 3.1874, -2.0903
O, 17.7721, 2.7002, -3.4062
O, 15.2085, -7.9889, -4.4042
O, 13.9215, -5.5641, -1.9911
O, 19.4899, 0.0171, -1.2019
O, 21.7065, -0.1104, -2.5365
O, 21.2101, 3.8392, -0.2833
O, 18.7914, 3.8381, -1.2772
O, 18.821, -7.7994, -1.279
O, 21.2343, -7.6307, -0.3259
O, 21.037, -3.83, -0.4753
O, 23.6229, 4.3811, -1.1318
O, 9.7894, 3.1374, -3.9277
O, 23.8069, -7.6477, -1.0503
O, 23.4066, -3.6812, -1.4314
O, 15.2329, 1.5064, 0.1916
O, 15.5582, 5.1262, -0.1724
O, 15.6579, -7.4717, -1.8327
O, 15.2933, -3.7855, 0.9586
O, 14.981, -6.3359, 0.3096
O, -19.2966, -1.2971, 0.1459
O, -19.798, -8.1638, -1.6212
O, -19.269, -3.8306, 0.8914
O, -19.5463, -6.355, 0.2077
O, 8.754, -9.2877, 18.9355
O, 22.6193, -5.5805, 18.8278
O, 12.9186, -5.6495, 19.8296
O, 13.0691, -2.3182, 20.0896
O, -18.9708, 0.048, -4.2663
O, 12.1184, 2.3261, -3.2146
O, 11.8033, 4.875, -3.6466
O, 13.1757, -7.8668, -0.9335
O, -20.2504, -6.6663, -7.6484
O, -20.4488, -5.4245, -5.3573
O, 23.6494, -7.2153, -8.9027
O, 17.9856, -4.3478, 24.4312
O, 15.5171, 1.3614, -3.9748
O, 15.8302, 3.9226, -4.6279
O, 23.4206, -0.4176, -6.5423
O, 9.0339, 5.0994, 23.3651
O, 13.64, -5.9284, -4.6783
O, 19.4589, -0.1488, -3.7912
O, 20.6124, -2.0084, -5.267
O, 20.2251, 2.1069, -2.6579
O, 19.7358, 4.4886, -3.6765
O, 19.9665, -4.0699, -3.6868
O, 16.7491, -5.1778, -6.0588
O, 23.896, 1.2274, -2.9641
O, -4.9755, 3.7272, -8.0443
O, 23.4778, 1.968, -5.4385
O, 23.6487, -6.8318, -6.3367
O, 20.0952, -4.4458, -8.396
O, 22.4249, -3.3354, -3.9206
O, 13.778, 0.1491, 19.6932
O, 12.4046, -8.0354, 22.0039
O, 17.2048, -3.3141, 22.0642
O, 15.0398, -6.7815, 20.7874
O, 22.5448, 3.617, 24.3292
O, 20.5934, -4.4953, 24.7007
O, 15.2538, 2.2829, 25.0137
O, 17.6219, 5.3455, 20.5638
O, 24.4514, -2.1171, -8.2428
O, 21.9068, -3.6672, 22.5608
O, 20.0971, -0.8077, 23.489
O, 21.8947, -0.2718, 19.3986
O, 21.1816, 5.4158, 20.3607
O, 22.447, 1.2291, 21.4954
O, 20.982, -7.3927, 19.8225
O, 20.6793, -4.8419, 20.5211
O, 18.817, -0.3367, -6.2527
O, 22.1781, -2.785, 20.073
O, 24.8363, 1.3116, 20.2956
O, 19.9773, -2.3532, 21.3744
O, 9.7371, 3.7697, 19.4244
O, 10.9738, -3.9264, 20.163
O, 10.6202, -6.4604, 20.8278
O, 15.5521, -3.358, 24.0028
O, 10.7435, -1.5066, 21.0806
O, -20.88, 0.3395, -8.2013
O, 17.9861, 5.2453, 23.1644
O, 11.4183, -0.6253, 23.4764
O, 17.4759, -5.8703, 20.4426
O, 10.4133, 3.7256, -8.025
O, 15.6857, 5.5079, -6.7485
O, 19.4747, -8.5065, 21.6615
O, 20.0298, 0.3455, 21.109
O, 24.3441, 2.5469, 22.598
O, 18.5662, -4.0587, -1.5082
O, 22.3222, -6.0619, 23.4933
O, 9.6118, 3.1767, 25.0462
O, -20.2617, -1.2568, -6.1746
O, 22.2556, -8.8764, -7.4511
O, 13.5082, -3.5629, -3.4887
O, 13.3016, 4.0657, -0.9401
O, 16.3102, -5.6147, 22.8254
O, -17.8983, -2.1029, -5.3463
O, 16.9869, 1.689, 20.3349
O, -16.5576, 1.1709, -8.5575
O, 7.8999, -3.98, 24.7419
O, 21.4215, -6.4555, -7.7049
O, 17.3474, -5.5616, -8.5788
O, 23.2446, -8.3438, 24.4406
O, 20.6814, -8.0414, 24.1224
O, 21.2163, 0.5748, -5.6226
O, 9.074, -0.0392, 22.4858
O, 21.7994, 5.7247, -2.5343
O, 10.8979, 5.7312, 20.6708
O, 15.2234, -3.2463, -5.4652
O, 9.5591, -2.496, 23.2534
O, 15.4638, 3.4567, 21.5985
O, -13.0493, -2.7736, -6.4013
O, 13.31, 2.6862, 20.3139
O, 21.474, 4.0252, -7.0872
O, 16.9716, -7.9788, 22.0482
O, 22.1221, -8.2109, 22.0276
O, 9.9481, -7.8676, 22.9348
O, 13.4839, 4.5732, -5.6901
O, 15.696, 1.1169, 22.7074
O, 23.1128, 3.7567, -3.5809
O, 19.1025, -6.0691, -6.6144
O, -12.7268, -4.2911, 24.3694
O, 17.8541, 2.6926, 22.5306
O, -2.0286, 4.0844, -0.7824
O, 12.9915, -3.9952, 24.3499
O, 16.6492, 1.8238, -8.8802
O, 11.5132, -5.7768, 23.1783
O, 12.6526, -8.3841, -4.9251
O, -10.08, -2.0555, -5.0795
O, 19.4833, -1.9392, -8.1538
O, -8.1777, -5.6171, 18.8486
O, -18.049, 0.0656, -6.7583
O, 23.9246, 4.8094, -6.4001
O, 22.331, -0.8737, 24.9365
O, -6.47, -9.3521, -2.911
O, -9.5659, -4.4956, -5.9627
O, 14.3644, -7.5289, -6.7532
O, -19.8831, 5.6959, 20.6789
O, 10.2239, -8.9867, 25.317
O, 19.9766, 3.6559, 23.7567
O, -11.2903, -9.0633, 21.3638
O, -17.3771, 2.3921, 23.0248
O, 21.1795, 1.4227, 24.3939
O, 17.9074, -0.8622, 21.8818
O, 14.3266, -1.3769, -8.4577
O, -20.9111, -9.1644, -8.2144
O, -17.0759, 0.2429, -2.3775
O, -4.3019, 0.4395, -1.7224
O, -4.5188, 3.7551, -1.4583
O, -19.7281, 5.4325, -6.005
O, -13.6952, -7.6608, -6.957
O, -3.7332, -5.2173, -3.154
O, -14.4927, -0.0493, -1.9723
O, -15.2662, 3.2924, -2.0513
O, -12.9864, 2.7534, -3.1989
O, -15.5712, -7.7551, -4.1304
O, 8.8446, -4.5494, -7.4607
O, -16.7961, -5.5488, -1.9194
O, -9.2587, -0.2838, -2.0422
O, -11.5804, 4.0553, -1.3053
O, -11.8864, -7.8326, -1.2655
O, -9.4996, -7.6355, -0.3281
O, -9.7001, -3.8416, -0.496
O, -7.449, 4.2189, -1.1587
O, -20.653, 2.9968, -3.9938
O, -6.9536, -7.6211, -1.0337
O, -8.3909, -3.5592, -3.7855
O, -5.888, -3.9202, -3.4989
O, -15.0222, 1.4828, 0.1568
O, -15.1499, -1.1562, 0.2476
O, -15.1028, 5.1629, -0.1284
O, -15.0052, -7.3772, -1.5199
O, -15.3905, -3.7706, 0.8025
O, -3.89, -1.3082, 0.1709
O, -4.4508, -8.2029, -1.6497
O, -3.8677, -3.8501, 0.8912
O, -4.0708, -6.3806, 0.1705
O, 24.1393, -9.3138, 18.9335
O, -16.3138, -7.5162, -6.5926
O, -17.8541, -5.6849, 19.8773
O, -19.7333, -1.6611, 18.9723
O, -17.5737, -2.447, 20.2108
O, -3.6032, 0.0356, -4.233
O, -18.3351, 2.3414, -3.1257
O, -18.8458, 4.8921, -3.6061
O, -17.3756, -7.6491, -0.4631
O, -4.891, -6.7023, -7.7895
O, -5.1079, -5.4885, -5.426
O, -7.1303, -6.8852, -6.4416
O, -16.9633, -3.4648, -3.3813
O, -15.2101, 1.4545, -3.926
O, -14.8766, 3.9955, -4.5647
O, -7.4263, -0.4893, -6.5747
O, 24.5662, 5.0185, 23.4007
O, -17.137, -5.8013, -4.6313
O, -10.5793, 1.9891, -2.4756
O, -10.9585, 4.3156, -3.8287
O, -17.0548, 0.0869, 19.6772
O, -10.8692, -4.2208, -3.7389
O, -14.0161, -5.224, -6.013
O, -7.2274, 1.1389, -2.967
O, -7.0297, -1.5367, -2.7772
O, -7.2671, 1.8993, -5.4577
O, 10.5193, -8.1616, -1.3707
O, -10.7637, -4.4453, -8.3211
O, -4.881, -4.2083, 25.0874
O, -20.366, -4.2515, 25.133
O, -14.2869, -5.7774, 22.835
O, -13.6834, -3.4033, 22.0064
O, -15.697, -6.7793, 20.8025
O, -15.2925, -1.4593, 20.9935
O, -13.1907, 3.2844, 24.9987
O, -20.2426, 3.7748, -7.9938
O, -6.2192, -2.1425, -8.2362
O, -8.7738, -3.745, 22.491
O, -10.7892, -0.9565, 23.7079
O, -9.3809, 2.2018, 20.3853
O, -9.057, -0.1526, 19.3049
O, -8.0108, 0.3496, 21.6839
O, -9.9328, -7.3399, 19.8812
O, -10.1267, -4.7998, 20.4637
O, -11.8726, -0.4295, -6.0754
O, -8.7215, -2.6275, 20.1233
O, -5.9213, 1.2536, 20.3209
O, -10.891, -2.5161, 21.5814
O, -21.0344, 3.7411, 19.4082
O, -19.7583, -3.9548, 20.2736
O, -20.1491, -6.4946, 20.8807
O, -15.2493, -3.5281, 23.9897
O, -19.7068, -1.6458, 21.5371
O, -5.4687, 0.3556, -8.0648
O, -16.4825, -1.4781, -8.304
O, -13.5009, -0.6655, -8.0679
O, -15.5926, 2.2246, 25.0106
O, -13.2536, -5.8848, 20.3962
O, 22.3419, 1.6669, -7.7868
O, -15.0058, 5.5102, -6.7007
O, -13.7017, -8.1229, 21.7816
O, -10.6334, 0.1348, 21.3618
O, -6.7659, 2.523, 22.4674
O, -1.6474, 0.3154, 24.5823
O, -8.5945, -6.2127, 23.2495
O, -21.1324, 3.0677, 25.0474
O, -4.9291, -1.2909, -6.0795
O, -8.5851, -8.8918, -7.542
O, -8.5575, 1.6265, -7.7201
O, 12.7018, 0.0651, -6.8319
O, -19.583, -0.546, 23.8521
O, -1.2398, -1.6763, -8.2576
O, -2.5497, -2.1451, -5.2712
O, -13.8862, 1.5715, 20.3379
O, -1.0698, 0.9591, -8.5014
O, 23.1903, -4.0055, 24.8223
O, -9.3589, -6.4367, -7.7641
O, -13.3994, -5.5859, -8.527
O, -7.6226, -8.4192, 24.2891
O, -10.1951, -8.1585, 23.9606
O, 24.3829, -9.2708, -2.9889
O, 24.4613, -0.1262, 22.42
O, -9.0751, 5.688, -2.5839
O, -18.3772, -8.0891, 22.046
O, -9.1528, 5.7337, -5.1603
O, -15.4841, -3.1928, -5.5378
O, 1.9216, -3.7558, -3.8778
O, -17.6401, 4.7446, 21.8861
O, 17.4007, -3.752, -3.9632
O, -17.5125, 2.6136, 20.3365
O, -9.3593, 4.0195, -7.1059
O, 6.2491, 5.6978, -5.0316
O, -8.7389, -8.5157, 21.8637
O, -20.8203, -7.8937, 23.003
O, -15.6512, 2.9125, -6.7627
O, -17.171, 0.2015, 24.5025
O, -7.7243, 3.7301, -3.6543
O, 17.6971, 3.3198, 25.0416
O, 21.6487, 5.6859, -5.0983
O, -13.0006, 2.3801, 22.587
O, 13.6751, 0.2673, 24.413
O, -17.8466, -3.9655, 24.4331
O, -14.0297, 1.8652, -8.5741
O, -19.2356, -5.8153, 23.2323
O, -18.081, -8.2874, -4.8108
O, 0.2934, 1.0957, 22.747
O, -11.2393, -1.9116, -8.1514
O, -17.2282, 4.7032, -5.6422
O, -2.6901, -0.0156, -6.7248
O, 23.9222, -1.466, -2.8016
O, -8.4663, -0.8767, 24.971
O, 9.3075, -6.8176, -3.2321
O, 17.246, -0.6589, -8.3068
O, 5.275, -4.1537, 25.0249
O, -6.902, 4.8269, -6.4467
O, -15.3348, -8.4165, -8.8614
O, -10.9427, 3.5986, 23.697
O, 8.1408, -6.8391, -6.4192
O, -13.4268, -3.8049, -3.9071
O, -6.4443, -4.6094, -7.5835
O, -9.6967, 1.3754, 24.3584
O, -12.8941, -0.9439, 21.9918
O, -1.8958, 4.5754, -5.7047
O, -5.5678, -9.1951, -8.29
O, -1.0161, -7.5992, -6.641
O, -11.6371, -6.0987, -6.543
O, 2.9783, -6.0788, -3.1789
O, 24.8579, -2.5183, 23.4056
O, 10.4777, -4.1483, 25.0693
O, -12.4961, -6.204, -3.194
O, -11.3187, -0.264, -3.5593
O, -15.7409, -1.1456, -4.0665
O, 5.6674, 0.4804, -5.8227
O, -8.4057, 3.6457, 24.2612
O, 4.8094, 1.9113, -2.8865
O, 19.9081, -8.253, -3.6827
O, 13.1423, 4.8019, 21.8823
O, 13.489, 2.4645, 22.9983
O, 5.3819, -4.7584, 20.4775
O, -17.4059, 4.1102, -0.7682
O, 24.316, -4.5748, -7.4969
O, 7.0655, -2.723, 20.3685
O, -11, -8.372, -3.7429
O, 15.0615, -1.1878, 0.3023
O, -2.2996, 4.7324, 21.8866
O, 15.2084, 2.8772, -6.86
O, -7.2669, -3.7649, -1.3584
O, -1.606, -3.5873, -3.3833
O, -0.2354, 2.8671, -6.8738
O, -9.5224, 0.5211, -5.4205
O, -13.0095, 4.9651, 22.8033
O, 4.2862, 4.3295, -3.9025
O, -7.4614, -4.2699, 24.6526
O, 17.3897, -8.688, -3.2489
O, 4.2173, -8.3938, -3.8344
O, -12.4045, -7.819, 25.256
O, -15.2303, 0.9598, 22.7178
O, -13.4686, -8.7351, -3.0785
O, 21.1584, -4.4787, -5.9637
O, -0.5658, 5.6686, -2.5005
O, 2.2973, 3.4175, 25.073
O, 24.9051, -3.8671, -3.476
O, -15.3529, 3.324, 21.6566
O, 7.1094, 3.597, 24.3474

Results
total energy: -312399.970 eV
total energy less fixed offsets of O -438.25, Si -107.07 eV per atom: -9.630 eV

Forces (eV/angstrom), in the order of the atoms: element, x, y, z
Si, -0.0443, -0.0397, 0.1099
Si, -0.0793, -0.0412, 0.0957
Si, 0.0112, -0.0125, 0.0665
Si, -0.0838, -0.3585, 0.5472
Si, 0.046, 0.0255, 0.0878
Si, 0.0063, 0.0137, 0.0569
Si, -0.042, 0.0037, 0.0541
Si, 0.0649, -0.0621, -0.0552
Si, -0.1244, 0.0688, 0.0964
Si, 0.0309, 0.0575, 0.1512
Si, 0.0063, 0.0884, 0.0698
Si, -0.0044, -0.019, 0.2344
Si, 0.1026, 0.0758, 0.6533
Si, -0.0247, -0.1156, 0.0893
Si, 0.1017, -0.0568, -0.0032
Si, -0.1558, 0.1679, 0.1821
Si, 0.6938, 0.0626, 0.363
Si, -0.0756, 0.1025, 0.0299
Si, -0.1275, 0.4165, 0.5121
Si, 0.3821, -0.4138, -0.3166
Si, -0.4074, 0.0147, 0.51
Si, 0.3331, -0.054, 0.5747
Si, 0.2572, -0.0229, 0.7154
Si, -0.2187, 0.0635, 0.6986
Si, 0.0711, 0.0431, -0.0419
Si, -0.096, 0.0113, -0.0239
Si, -0.3212, -0.1413, 0.6045
Si, 0.0833, 0.079, 0.786
Si, -0.3474, 0.3414, 0.4933
Si, -0.1948, -0.0283, 0.7853
Si, -0.1587, -0.0381, 0.0819
Si, -0.1992, -0.117, 0.1621
Si, -0.0296, 0.3146, 0.4792
Si, -0.0661, -0.148, 0.6736
Si, -0.048, -0.1569, 0.717
Si, 0.002, 0.0975, 0.6621
Si, -0.0278, 0.0334, -0.0167
Si, 0.0344, 0.0369, -0.0858
Si, 0.0399, -0.04, -0.0953
Si, 0.0384, -0.0074, -0.0194
Si, -0.0045, 0.0443, 0.0021
Si, -0.0021, 0.0596, -0.0347
Si, -0.0117, -0.0205, -0.0441
Si, -0.0428, -0.0711, -0.0141
Si, 0.0412, 0.0212, -0.0713
Si, 0.0107, 0.0085, -0.077
Si, -0.0018, -0.1745, 0.7905
Si, -0.0022, 0.2431, 0.7431
Si, 0.0221, 0.0116, 0.0379
Si, 0.0306, 0.0452, -0.0066
Si, -0.0001, -0.0051, -0.0254
Si, -0.0106, -0.0327, -0.0402
Si, -0.0061, -0.0611, 0.0164
Si, -0.0319, 0.0108, -0.0249
Si, -0.0266, 0.0378, 0.0149
Si, -0.0343, 0.036, -0.0056
Si, -0.0013, 0.0089, -0.0389
Si, -0.0116, 0.0119, -0.0009
Si, -0.0105, -0.004, 0.0248
Si, -0.0338, -0.033, -0.0417
Si, 0.0195, -0.0636, -0.0232
Si, -0.0125, 0.0116, 0.0086
Si, 0.0336, 0.0135, -0.0073
Si, -0.002, 0.0069, -0.0281
Si, 0.034, -0.0029, -0.028
Si, 0.0073, -0.0063, -0.0283
Si, -0.0161, 0.001, -0.0242
Si, 0.0159, -0.0052, 0.0386
Si, 0.0037, -0.0293, -0.0087
Si, -0.0253, 0.0013, 0.0135
Si, -0.0022, 0.0194, -0.0226
Si, -0.0343, -0.0166, 0.0023
Si, -0.0097, -0.0206, 0.0163
Si, -0.0102, 0.0297, -0.0401
Si, -0.0296, 0.0145, 0.0301
Si, 0.0289, 0.0029, -0.0236
Si, 0.0221, 0.0043, -0.0534
Si, 0.0284, 0.0343, -0.0219
Si, -0.0113, -0.0077, -0.0136
Si, 0.0287, 0.0114, -0.0004
Si, 0.0064, 0.0038, 0.0443
Si, -0.01, 0.0039, 0.0444
Si, 0.0108, 0.0027, 0.0382
Si, -0.0044, -0.0002, 0.0092
Si, -0.0222, 0.0283, 0.002
Si, 0.0177, -0.0118, 0.0322
Si, 0.0034, 0.0044, 0.0075
Si, 0.0025, -0.0008, 0.0143
Si, 0.001, -0.0037, 0.015
Si, 0.0058, 0.005, 0.0624
Si, 0, 0.0005, 0.0042
Si, -0.0071, -0.0044, 0.0273
Si, -0.0208, -0.0244, 0.0096
Si, 0.0035, -0.0186, 0.057
Si, 0.0183, 0.0146, 0.0001
Si, 0.0144, 0.0008, 0.01
Si, -0.0068, 0.0031, -0.0089
Si, 0.0026, -0.0057, -0.009
Si, 0.0006, 0.0024, -0.0298
Si, -0.012, -0.012, -0.0293
Si, -0.0128, 0.0291, -0.0094
Si, -0.0085, -0.008, -0.0266
Si, 0.0145, 0.0097, -0.0142
Si, 0.0042, 0.002, -0.0171
Si, -0.0242, -0.0017, -0.0183
Si, -0.004, -0.0114, -0.016
Si, 0.0089, 0.0246, -0.0238
Si, -0.0028, -0.0199, -0.0276
Si, 0.0023, -0.0039, -0.0213
Si, -0.0035, 0.0107, -0.0361
Si, 0.0083, 0.0049, -0.0254
Si, 0.0198, -0.0136, -0.0161
Si, 0.0241, 0.0068, 0.0348
Si, 0.0072, 0.008, 0.0265
Si, -0.0191, 0.0035, 0.0224
Si, -0.0137, -0.0143, -0.0147
Si, 0.0226, -0.0154, -0.0082
Si, 0.0007, 0.0014, -0.005
Si, -0.0543, 0.0245, 0.0207
Si, -0.0088, 0.0195, 0.0248
Si, 0.0288, -0.0014, 0.0253
Si, -0.0118, -0.0109, 0.0463
Si, 0.0129, -0.0253, 0.0159
Si, -0.0027, 0.0193, -0.0033
Si, 0.0124, 0.0354, 0.0088
Si, -0.0139, -0.0096, -0.0018
Si, -0.0041, -0.0144, 0.0229
Si, 0, -0.0075, 0.0281
Si, -0.0067, 0.0224, 0.0201
Si, -0.0268, -0.0053, -0.0547
Si, -0.0128, -0.0001, 0.0521
Si, -0.0312, -0.0042, -0.0258
Si, 0.0054, 0.0248, -0.0058
Si, -0.0247, 0.0078, -0.0088
Si, 0.0489, -0.0054, -0.0094
Si, -0.0166, -0.0338, -0.0026
Si, -0.0056, 0.0415, -0.0129
Si, 0.0087, -0.0132, 0.0126
Si, -0.0255, 0.0091, -0.0344
Si, 0.0163, -0.0075, -0.0319
Si, 0.0021, -0.0373, 0.0144
Si, 0.0525, -0.0002, -0.0096
Si, 0.0085, 0.0444, 0.0039
Si, 0.0034, 0.0109, -0.0053
Si, 0.0108, 0.0148, 0.0199
Si, 0.0152, 0.02, 0.039
Si, -0.0476, 0.0233, 0.0518
Si, 0.0161, -0.0193, 0.0659
Si, 0.0261, -0.0423, 0.022
Si, 0.0157, -0.0275, -0.0086
Si, 0.0062, -0.0172, 0.0333
Si, 0.0152, 0.0282, 0.0451
Si, 0.0085, -0.0817, -0.0181
Si, -0.0561, 0.0334, 0.0302
Si, 0.0498, -0.0022, 0.0206
Si, 0.0001, -0.0117, 0.0213
Si, -0.0132, -0.0299, 0.0434
Si, 0.02, -0.0261, 0.0497
Si, -0.0038, 0.0185, 0.0524
Si, 0.0127, -0.0084, 0.1161
Si, -0.0156, -0.0355, 0.0129
Si, 0.0438, -0.1022, -0.0305
Si, 0.0551, 0.0094, -0.0511
Si, 0.0353, 0.0954, -0.0106
Si, -0.0534, -0.0279, 0.0309
Si, 0.0105, 0.0495, 0.0714
Si, 0.0394, -0.0624, 0.0929
Si, -0.4958, 0.1492, -0.2279
Si, 0.0639, 0.0186, 0.0272
Si, -0.4003, -0.0687, -0.4423
Si, 0.2684, -0.0411, -0.3992
Si, 0.0582, 0.0112, -0.013
Si, 0.0316, 0.0236, 0.0243
Si, -0.0339, -0.058, -0.0393
Si, -0.0482, -0.0297, -0.0514
Si, -0.1514, -0.1194, -0.6804
Si, 0.0581, 0.1747, -0.7191
Si, 0.0823, 0.0556, -0.0256
Si, 0.0866, -0.3167, -0.7523
Si, 0.3366, -0.1101, -0.576
Si, 0.1506, 0.3042, -0.4885
Si, 0.0433, -0.1703, -0.2408
Si, -0.0529, 0.2914, -0.5626
Si, 0.0029, -0.1415, -0.1215
Si, -0.029, -0.0388, 0.0316
Si, -0.0612, -0.1777, -0.6283
Si, -0.2515, 0.2331, -0.5762
Si, 0.3458, -0.0591, -0.368
Si, -0.0178, -0.1693, -0.7282
Si, 0.4236, 0.1244, -0.5305
Si, -0.299, -0.0535, -0.68
Si, -0.005, -0.1076, -0.0749
Si, 0.0041, -0.1277, -0.1738
Si, 0.0143, 0.0304, 0.076
Si, -0.0932, -0.027, -0.0965
Si, -0.0841, -0.2064, -0.7525
Si, -0.0713, -0.1339, -0.5626
Si, -0.0639, -0.1308, -0.0541
Si, -0.1583, 0.4228, -0.4496
Si, 0.0153, 0.0203, -0.0101
Si, 0.0004, -0.1063, -0.1063
Si, 0.1285, 0.1758, -0.276
Si, 0.0752, -0.0747, -0.095
Si, -0.1214, -0.062, -0.0633
Si, -0.0183, -0.0362, -0.0974
Si, 0.0211, -0.0132, -0.2209
Si, 0.2027, 0.0604, -0.6171
Si, 0.0746, -0.0199, -0.0971
Si, 0.0303, 0.0099, -0.0258
Si, -0.1186, 0.015, 0.011
Si, -0.0091, -0.0599, -0.0255
Si, 0.037, -0.0046, 0.088
Si, 0.0062, 0.1424, -0.0745
Si, -0.0218, -0.0189, 0.0254
Si, 0.0664, 0.0403, -0.087
Si, -0.0544, 0.1097, 0.0698
Si, 0.1492, -0.0081, -0.0263
Si, -0.0661, -0.0327, -0.0601
Si, -0.0443, 0.0152, 0.0215
Si, 0.0483, -0.0145, 0.0649
Si, 0.0172, 0.1122, 0.0704
Si, -0.1693, -0.0551, -0.0474
Si, 0.2151, 0.1144, 0.0554
Si, 0.0913, 0.0259, 0.0606
Si, -0.0172, 0.0663, 0.1102
Si, 0.0114, 0.1233, 0.0997
Si, -0.004, 0.0106, 0.0865
Si, -0.0447, -0.0844, 0.0522
Si, -0.1153, 0.1334, -0.0419
Si, 0.1268, 0.0113, -0.0502
Si, 0.0723, -0.1145, 0.6626
Si, 0.0268, -0.0265, 0.0339
Si, -0.0239, -0.0467, -0.0712
Si, 0.017, 0.0041, -0.1071
Si, -0.4549, -0.1266, -0.412
Si, 0.2454, 0.1635, 0.5305
Si, -0.0683, -0.0044, 0.0988
Si, -0.0821, 0.0294, -0.0469
Si, 0.0641, -0.0692, -0.107
Si, -0.0572, 0.0149, -0.0108
Si, -0.0925, -0.0655, 0.0761
Si, -0.1909, -0.0405, 0.1306
Si, -0.0763, 0.0346, 0.0601
Si, -0.0061, -0.3808, 0.5593
Si, -0.0018, 0.0477, 0.0673
Si, -0.0183, -0.0423, 0.1173
Si, -0.1107, -0.0668, 0.0404
Si, -0.0126, -0.0403, -0.0144
Si, -0.0262, 0.1328, 0.1622
Si, -0.0143, 0.0274, 0.1229
Si, 0.0344, 0.1026, 0.113
Si, -0.0452, 0.0001, 0.2416
Si, 0.1518, 0.0409, 0.636
Si, -0.0496, -0.1069, 0.1659
Si, 0.0858, -0.0229, -0.0281
Si, -0.171, 0.107, 0.2874
Si, -0.1681, 0.0561, 0.0504
Si, -0.068, 0.055, 0.0911
Si, 0.016, -0.1273, 0.1664
Si, -0.1847, -0.0595, 0.1079
Si, 0.4669, -0.0376, 0.6813
Si, -0.2384, -0.0094, 0.7499
Si, -0.2248, 0.0278, 0.7851
Si, -0.2096, 0.075, 0.7418
Si, 0.0587, 0.0479, -0.0527
Si, 0.1471, -0.1434, 0.7425
Si, 0.1234, 0.0303, 0.7563
Si, 0.1393, 0.0378, 0.7782
Si, -0.3547, 0.3228, 0.5152
Si, -0.216, -0.0348, 0.7589
Si, -0.0587, -0.0538, 0.1042
Si, -0.1192, -0.1251, 0.1432
Si, 0.0801, 0.2506, 0.4598
Si, -0.0705, -0.1181, 0.6795
Si, 0.0968, -0.065, 0.7394
Si, 0.1333, 0.1683, 0.6205
Si, -0.0179, -0.0036, -0.0426
Si, 0.0032, 0.0037, -0.0821
Si, 0.0377, -0.0074, -0.1081
Si, -0.0036, 0.0291, -0.0574
Si, -0.0467, 0.0642, -0.0393
Si, -0.0036, 0.0102, 0.0052
Si, -0.0599, -0.0283, -0.0401
Si, -0.0417, -0.0634, -0.0082
Si, 0.0093, 0.045, -0.0591
Si, 0.005, 0.0083, -0.0595
Si, 0.0802, -0.155, 0.7797
Si, -0.0077, 0.2426, 0.7555
Si, 0.0153, 0.0008, 0.0421
Si, 0.0562, 0.0578, -0.0174
Si, -0.03, -0.0134, -0.0123
Si, -0.0287, -0.0142, -0.029
Si, 0.0101, -0.0752, 0.0024
Si, -0.0135, 0.0235, -0.0044
Si, -0.0177, -0.0004, -0.0074
Si, -0.0135, 0.0505, -0.0265
Si, 0.0197, -0.0186, 0.013
Si, -0.0186, 0.0186, 0.0393
Si, -0.005, 0.018, 0.0472
Si, -0.0169, -0.002, -0.0087
Si, 0.0211, -0.0503, -0.0228
Si, -0.0209, 0.0292, 0.02
Si, 0.0135, -0.0075, 0.0068
Si, -0.0025, 0.001, -0.0278
Si, 0.0459, -0.0118, -0.0047
Si, 0.0128, -0.0116, -0.0313
Si, -0.0221, 0.0086, -0.0072
Si, 0.0329, 0.0015, 0.0462
Si, -0.0117, -0.0151, 0.0035
Si, -0.0404, 0.0082, -0.0113
Si, -0.0038, 0.0146, -0.0147
Si, -0.036, -0.0272, -0.0188
Si, -0.032, -0.0048, -0.0016
Si, -0.0075, 0.0392, -0.0264
Si, -0.0112, 0.0037, 0.0063
Si, 0.0169, -0.0154, -0.0398
Si, 0.0254, 0.0108, -0.0254
Si, 0.0122, 0.0348, -0.0126
Si, 0.0088, -0.0173, -0.0112
Si, 0.0208, 0.0093, 0.0121
Si, 0.0195, 0.0034, 0.0479
Si, -0.0087, 0.0016, 0.0484
Si, 0.0049, -0.0055, 0.0412
Si, -0.0112, 0.0033, 0.008
Si, -0.0272, 0.0214, 0.0096
Si, 0.0275, -0.0232, 0.0356
Si, -0.0077, 0.0007, 0.0057
Si, 0.0136, 0.005, 0.0094
Si, 0.0021, -0.0055, 0.0103
Si, -0.0019, -0.0113, 0.0611
Si, -0.0011, 0.0109, -0.0003
Si, -0.0112, 0.0066, 0.0303
Si, -0.0166, -0.0218, 0.0013
Si, -0.0077, -0.0207, 0.0534
Si, 0.0153, 0.0214, -0.0053
Si, 0.0023, -0.0028, 0.0122
Si, -0.0034, 0.0049, -0.0064
Si, 0.0024, -0.0016, -0.0116
Si, 0.0042, 0.0059, -0.0245
Si, -0.0121, -0.0139, -0.0252
Si, -0.0069, 0.0351, -0.0101
Si, -0.0086, -0.0086, -0.0272
Si, 0.0123, 0, -0.0184
Si, 0.0027, -0.0016, -0.0187
Si, -0.0129, 0.0004, -0.0226
Si, -0.0048, -0.0093, -0.0172
Si, 0.0075, 0.0329, -0.0226
Si, 0.0015, -0.0142, -0.0244
Si, -0.0013, -0.0044, -0.0164
Si, -0.0017, 0.0159, -0.034
Si, 0.0086, 0.0046, -0.025
Si, 0.0244, -0.014, -0.0219
Si, 0.0258, -0.0034, 0.034
Si, 0.013, 0.0006, 0.0252
Si, -0.024, -0.0034, 0.0185
Si, -0.0109, -0.0171, -0.0102
Si, 0.0359, -0.0117, 0.0066
Si, 0.0061, 0.0008, -0.0048
Si, -0.038, 0.0113, 0.0257
Si, -0.0054, 0.0227, 0.0269
Si, 0, -0.0028, 0.0198
Si, -0.0151, -0.0116, 0.0521
Si, -0.0143, -0.0187, 0.0065
Si, 0.0046, 0.0188, 0.0101
Si, -0.0045, 0.0281, 0.0023
Si, -0.0119, 0.0032, -0.0042
Si, 0.0003, -0.0055, 0.0168
Si, 0.0121, -0.0091, -0.0085
Si, -0.0154, 0.0236, 0.042
Si, -0.0241, -0.0054, -0.0551
Si, -0.0065, 0.0044, 0.0521
Si, -0.0265, 0.0023, -0.0101
Si, -0.0025, 0.0364, 0.0015
Si, -0.0263, 0.0098, -0.0118
Si, 0.0358, 0.0021, -0.0175
Si, -0.0033, -0.0433, 0.0119
Si, -0.0017, 0.0424, -0.0087
Si, 0.0153, -0.0203, 0.014
Si, -0.0192, 0.0144, -0.0434
Si, 0.0036, -0.0175, -0.0341
Si, -0.0221, -0.0539, -0.0105
Si, 0.0567, -0.0003, 0.0013
Si, 0.0072, 0.042, 0.0071
Si, -0.0236, 0.0351, -0.0474
Si, 0.005, 0.0416, 0.0079
Si, 0.0163, 0.0248, 0.0413
Si, -0.0415, 0.016, 0.0595
Si, -0.0163, -0.0294, 0.0762
Si, 0.0119, -0.0487, 0.0208
Si, -0.0001, -0.0296, -0.0101
Si, 0.0004, -0.0203, 0.0331
Si, 0.0338, 0.0165, 0.0245
Si, 0.043, -0.0532, -0.0508
Si, -0.0511, 0.0221, 0.0333
Si, 0.0629, -0.0018, 0.0177
Si, 0.03, -0.0211, 0.0062
Si, 0.0185, -0.0041, 0.0338
Si, 0.0168, -0.0288, 0.0577
Si, -0.0008, 0.024, 0.0541
Si, 0.0342, -0.0125, 0.0362
Si, -0.0266, -0.0423, 0.0025
Si, 0.047, -0.094, -0.0341
Si, 0.0499, 0.0048, -0.0462
Si, 0.0315, 0.1073, 0.0092
Si, -0.0396, -0.0016, 0.0225
Si, 0.0053, 0.049, 0.0668
Si, 0.0216, -0.0497, 0.0874
Si, 0.0547, 0.0934, -0.0061
Si, 0.0425, -0.0079, 0.0376
Si, -0.4166, -0.0517, -0.4439
Si, 0.2685, -0.0189, -0.3824
Si, 0.0412, -0.0035, -0.036
Si, 0.0469, 0.0233, 0.0094
Si, -0.024, -0.0706, -0.0342
Si, -0.0621, -0.0438, -0.0517
Si, -0.0078, 0.022, 0.0206
Si, 0.0226, 0.1934, -0.7524
Si, 0.079, 0.051, -0.03
Si, 0.0556, -0.3021, -0.7484
Si, 0.3457, -0.1752, -0.606
Si, 0.1628, 0.2966, -0.5006
Si, 0.0262, -0.1654, -0.2435
Si, -0.0305, 0.25, -0.6045
Si, 0.0038, -0.0727, -0.1611
Si, -0.0291, -0.051, 0.045
Si, -0.0373, -0.1651, -0.6632
Si, -0.245, 0.1807, -0.5718
Si, -0.2056, -0.1703, -0.6631
Si, -0.0327, -0.2274, -0.7393
Si, 0.4349, 0.1854, -0.5277
Si, -0.2798, -0.0699, -0.6665
Si, -0.1727, 0.1897, -0.6705
Si, 0.008, -0.1053, -0.1111
Si, -0.0106, 0.0272, 0.0202
Si, -0.0891, 0.0205, -0.0888
Si, -0.1023, -0.1884, -0.7552
Si, -0.0755, -0.0584, -0.5678
Si, -0.1567, -0.1609, -0.1063
Si, -0.1294, 0.4864, -0.4611
Si, 0.0666, -0.0052, -0.0732
Si, 0.0061, -0.0479, -0.1369
Si, 0.1181, 0.1363, -0.2947
Si, 0.0688, -0.0591, -0.131
Si, -0.1201, -0.0276, -0.0909
Si, 0.032, -0.0491, -0.0325
Si, 0.0524, 0.0281, -0.207
Si, 0.189, 0.0545, -0.6315
Si, 0.0278, 0.0628, -0.1226
Si, 0.0784, 0.0078, -0.0033
Si, -0.1507, 0.0056, 0.0121
Si, -0.0648, -0.0198, -0.0456
Si, 0.1694, -0.0082, 0.1279
Si, 0.0271, 0.0814, -0.1239
Si, -0.0588, -0.0364, -0.0613
Si, 0.0501, 0.0219, -0.0391
Si, -0.0339, 0.0786, 0.0734
Si, 0.154, -0.0115, -0.0977
Si, -0.0425, -0.0191, -0.0792
Si, -0.0939, -0.0246, 0.007
Si, 0.0517, -0.0458, 0.0995
Si, -0.0053, 0.1226, 0.158
Si, -0.1454, -0.0243, -0.0788
Si, 0.1848, 0.1534, 0.1399
Si, 0.0329, 0.0367, -0.0325
Si, -0.0375, 0.1397, 0.1833
Si, 0.038, 0.0518, 0.0686
Si, -0.0106, 0.0085, 0.0594
Si, -0.053, -0.0747, 0.0354
Si, -0.074, 0.0767, 0.0817
Si, 0.1258, 0.0358, -0.0419
Si, 0.0474, 0.0333, 0.0956
Si, 0.0163, -0.0771, -0.0141
Si, -0.0507, -0.0437, -0.0817
Si, 0.061, -0.0484, -0.2047
Si, 0.1143, -0.0277, 0.0835
Si, -0.1298, -0.0572, 0.0452
Si, -0.0614, -0.091, 0.1034
Si, -0.065, 0.0369, -0.0186
Si, 0.0678, -0.0259, -0.1809
Si, -0.0516, -0.0014, 0.0205
Si, -0.079, -0.0355, 0.1145
Si, -0.11, -0.0812, 0.1044
Si, -0.038, -0.0119, 0.0254
Si, -0.057, -0.3763, 0.5228
Si, -0.0156, 0.0436, 0.1181
Si, 0.0466, -0.0101, 0.0587
Si, -0.0649, -0.0228, 0.0324
Si, 0.0711, -0.0966, 0.0418
Si, -0.4502, -0.0318, 0.6305
Si, 0.0125, 0.0599, 0.1613
Si, 0.0864, 0.1005, 0.0786
Si, -0.0094, -0.0019, 0.2562
Si, 0.2908, 0.0441, 0.587
Si, -0.0419, -0.0621, 0.1648
Si, 0.1189, -0.0511, -0.0266
Si, -0.0597, 0.1582, 0.2318
Si, 0.7008, 0.0981, 0.2645
Si, -0.0628, 0.1171, 0.065
Si, -0.0352, -0.0572, 0.2155
Si, 0.1512, 0.3132, 0.5863
Si, -0.0603, -0.0122, -0.1092
Si, 0.3684, -0.1675, 0.5746
Si, -0.229, 0.0181, 0.7922
Si, -0.1637, 0.0943, 0.7404
Si, 0.0116, 0.0708, -0.0521
Si, -0.4594, -0.1788, 0.5766
Si, 0.1614, -0.0483, 0.7621
Si, 0.1097, 0.0664, 0.762
Si, -0.2983, 0.3334, 0.5204
Si, -0.1915, -0.0537, 0.7832
Si, -0.0352, -0.0439, 0.0621
Si, -0.1308, -0.1168, 0.129
Si, -0.0495, 0.2938, 0.5022
Si, -0.0517, -0.1615, 0.6718
Si, -0.0745, -0.5441, 0.131
Si, -0.0384, 0.1087, 0.7211
Si, -0.0314, 0.0582, -0.0122
Si, 0.0158, 0.0185, -0.0746
Si, 0.0292, -0.0231, -0.0585
Si, 0.0289, -0.0417, -0.0399
Si, -0.0165, 0.0304, -0.0211
Si, 0.0204, 0.015, -0.0126
Si, -0.0439, -0.0372, -0.0262
Si, -0.0407, -0.067, -0.0005
Si, 0.0191, 0.0382, -0.0641
Si, 0.0022, 0.0269, -0.0622
Si, 0.0502, -0.1831, 0.735
Si, 0.0108, 0.2148, 0.7318
Si, 0.0127, 0.0105, 0.0478
Si, 0.0346, 0.059, -0.0162
Si, -0.0144, -0.0155, -0.0323
Si, -0.0119, -0.0256, -0.0522
Si, 0.0157, -0.0717, 0.0346
Si, -0.0339, 0.0325, -0.0173
Si, -0.0238, -0.0055, 0.0214
Si, -0.0288, 0.0448, 0.0051
Si, 0.0046, 0.0329, 0.0022
Si, -0.0147, -0.0126, 0.0277
Si, 0.0069, 0.0311, 0.0268
Si, -0.0241, -0.0307, -0.0102
Si, 0.0134, -0.075, -0.029
Si, -0.0297, 0.0579, 0.0301
Si, 0.0343, -0.0035, 0.0147
Si, -0.0048, 0.0144, -0.0179
Si, 0.0411, 0.0033, -0.0229
Si, 0.0108, -0.0097, -0.0303
Si, 0.0024, 0.0138, -0.0144
Si, 0.0028, -0.0148, 0.0364
Si, -0.0249, -0.0069, -0.0295
Si, -0.0299, -0.0167, 0.0223
Si, -0.0038, 0.0122, -0.0215
Si, -0.0272, -0.0269, -0.0183
Si, -0.0021, -0.0153, 0.0322
Si, -0.0101, 0.0444, -0.0154
Si, -0.014, 0.0108, 0.0139
Si, 0.0176, -0.0057, -0.0316
Si, 0.0193, 0.0028, -0.0391
Si, 0.0109, 0.035, -0.0163
Si, 0.0114, -0.0244, -0.0061
Si, 0.0238, 0.0005, 0.0029
Si, 0.0174, -0.0018, 0.0429
Si, -0.006, 0.0139, 0.0488
Si, 0.0123, 0.0004, 0.0377
Si, -0.0021, 0.0024, 0.0049
Si, -0.007, 0.0231, 0.0028
Si, 0.0302, -0.0078, 0.0357
Si, -0.0158, -0.0091, 0.0093
Si, 0.0139, -0.0033, 0.0166
Si, 0.0056, -0.0022, 0.0076
Si, -0.0148, -0.0116, 0.0599
Si, 0.0119, -0.001, 0.0004
Si, -0.0176, 0.0113, 0.0196
Si, -0.0158, -0.02, 0.0075
Si, -0.0004, -0.0219, 0.0464
Si, 0.0209, 0.0025, 0.0022
Si, 0.0045, 0.008, 0.0125
Si, -0.0054, -0.0064, -0.0115
Si, 0.0003, -0.0072, -0.0146
Si, 0.0046, 0.0059, -0.0268
Si, -0.0138, -0.0089, -0.0294
Si, -0.0123, 0.0272, -0.0122
Si, -0.0097, -0.0045, -0.031
Si, 0.0111, -0.0015, -0.0179
Si, 0.0035, -0.0109, -0.0201
Si, -0.0193, -0.0036, -0.025
Si, -0.0073, -0.0055, -0.0164
Si, 0.0108, 0.0289, -0.0192
Si, -0.0028, -0.0166, -0.032
Si, -0.0024, -0.0079, -0.0226
Si, 0.01, 0.0169, -0.0378
Si, 0.0085, -0.0015, -0.021
Si, 0.0083, -0.0117, -0.0145
Si, 0.0205, 0.0141, 0.0364
Si, 0.0055, -0.0031, 0.0301
Si, -0.0023, 0.0076, 0.027
Si, -0.0128, -0.0149, -0.0172
Si, 0.0291, -0.0131, 0.0118
Si, 0.0163, 0.0188, -0.0085
Si, -0.0405, 0.0051, 0.031
Si, 0.0035, 0.022, 0.0269
Si, -0.0033, 0.0136, 0.0314
Si, -0.0108, 0.0003, 0.0484
Si, -0.0206, -0.0273, 0.0127
Si, 0.0004, 0.0164, 0.0062
Si, 0.0024, 0.0237, 0.0095
Si, -0.0013, -0.0023, -0.0025
Si, 0.0059, -0.0097, 0.021
Si, 0.0031, -0.0162, 0.0023
Si, -0.0077, 0.0096, 0.0286
Si, -0.0247, -0.0138, -0.0497
Si, -0.0119, -0.0055, 0.0545
Si, -0.0291, -0.0035, -0.0182
Si, -0.0111, 0.0113, -0.0031
Si, -0.0208, -0.0109, 0.0134
Si, 0.0367, 0.0193, -0.0213
Si, -0.0053, -0.0418, 0.0086
Si, -0.0058, 0.0217, -0.018
Si, 0.0249, -0.0296, 0.0101
Si, -0.0268, 0.0125, -0.0438
Si, 0.0128, -0.0226, -0.028
Si, -0.0248, -0.0468, -0.0018
Si, 0.0497, 0.0092, 0.0021
Si, 0.014, 0.0554, 0.0028
Si, -0.0244, 0.0322, -0.0468
Si, 0.0148, 0.0482, 0.015
Si, 0.0052, 0.014, 0.0584
Si, -0.0173, 0.0178, 0.0649
Si, -0.0057, -0.0303, 0.0647
Si, 0.0136, -0.0205, 0.0251
Si, -0.0012, 0.0468, 0.0059
Si, 0.0042, -0.0008, 0.0388
Si, 0.0245, 0.0108, 0.016
Si, 0.0457, -0.0522, -0.0332
Si, -0.0529, 0.0582, 0.0548
Si, 0.0439, -0.007, 0.002
Si, 0.0254, -0.0084, 0.0143
Si, -0.0131, -0.0294, 0.0505
Si, 0.0018, -0.0308, 0.0492
Si, -0.0022, 0.0245, 0.0613
Si, 0.0156, -0.0081, 0.1206
Si, -0.0502, -0.0534, 0.0155
Si, 0.004, -0.0788, -0.0362
Si, 0.0478, -0.0074, -0.0423
Si, 0.046, 0.0921, -0.0371
Si, 0.032, -0.0315, 0.0792
Si, -0.0112, 0.0124, -0.0241
Si, 0.0269, -0.0436, 0.0968
Si, 0.0541, 0.1012, -0.0116
Si, -0.008, -0.043, 0.0436
Si, -0.3601, -0.0637, -0.4247
Si, 0.278, 0.003, -0.3994
Si, 0.0258, 0.0035, -0.0215
Si, 0.0316, 0.018, 0.0228
Si, -0.0346, -0.0765, -0.0255
Si, -0.0554, -0.0213, -0.0619
Si, -0.1836, -0.1287, -0.6919
Si, 0.0322, 0.1963, -0.7599
Si, 0.057, 0.0566, -0.024
Si, 0.0569, -0.3189, -0.7307
Si, 0.287, -0.0943, -0.603
Si, 0.1517, 0.3341, -0.4396
Si, -0.2225, -0.4075, -0.7247
Si, -0.0495, 0.2484, -0.5914
Si, 0.0168, -0.0759, -0.1263
Si, -0.0963, 0.1847, -0.5452
Si, -0.005, 0.0262, -0.0432
Si, -0.166, 0.158, -0.6586
Si, -0.1354, -0.2104, -0.6527
Si, -0.0287, -0.2081, -0.73
Si, 0.4353, 0.1762, -0.5239
Si, -0.2695, -0.0716, -0.6911
Si, 0.0368, -0.1387, -0.0808
Si, 0.0226, -0.1136, -0.1413
Si, 0.0104, 0.0198, 0.0206
Si, -0.0665, -0.0291, -0.0183
Si, 0.0553, -0.0212, -0.0181
Si, -0.0082, -0.0596, -0.5652
Si, -0.1459, -0.1633, -0.0955
Si, 0.0652, 0.0608, -0.0531
Si, 0.0331, -0.0681, -0.022
Si, 0.0712, -0.0786, -0.1066
Si, 0.0977, 0.1211, -0.2236
Si, 0.0626, -0.0534, -0.1278
Si, -0.1278, -0.0181, -0.1145
Si, 0.0659, -0.0679, -0.0458
Si, 0.0227, -0.026, -0.17
Si, 0.1999, 0.0545, -0.6489
Si, 0.0838, 0.0014, -0.0816
Si, 0.0432, 0.0079, 0.0131
Si, -0.1642, 0.0234, 0.0336
Si, -0.0383, 0.0269, -0.0543
Si, 0.1693, -0.0161, 0.1199
Si, 0.0673, 0.0952, -0.1203
Si, -0.039, -0.0205, -0.0604
Si, 0.1175, 0.0174, -0.0967
Si, -0.0032, 0.0381, 0.0563
Si, 0.1578, -0.0183, -0.074
Si, 0.0107, 0.0663, -0.0253
Si, -0.0553, -0.0084, 0.0503
Si, 0.069, -0.0619, 0.0599
Si, -0.0336, 0.1172, 0.117
Si, -0.1364, 0.0508, -0.0355
Si, 0.1664, 0.1481, 0.0995
Si, 0.1362, 0.0288, 0.0037
Si, 0.0076, 0.0828, 0.1979
Si, 0.0632, 0.0771, 0.0942
Si, 0.003, -0.0536, 0.0701
Si, -0.0302, -0.0493, 0.0455
Si, -0.0581, 0.104, 0.0281
Si, 0.1153, -0.0054, -0.0368
Si, 0.0898, 0.042, 0.0843
Si, -0.019, -0.0499, -0.0095
Si, 0.2058, -0.4736, -0.4865
Si, 0.0016, -0.0258, -0.1702
Si, 0.0899, 0.0068, 0.1584
Si, -0.0625, -0.0814, 0.0579
Si, -0.0895, -0.0971, 0.0947
Si, -0.0984, 0.0322, -0.0401
Si, 0.069, 0.0074, -0.1492
Si, -0.0002, -0.0145, 0.0328
Si, 0.0046, 0.0037, -0.0146
Si, 0.0011, 0.021, -0.0173
Si, -0.012, -0.0042, -0.0239
Si, 0.0021, 0.0064, 0.0009
Si, 0.0039, -0.011, -0.0106
Si, 0.003, -0.0037, -0.0075
Si, -0.0006, 0.007, -0.02
Si, -0.0057, -0.0005, -0.0125
Si, 0.0222, -0.0114, 0.0033
Si, -0.0077, 0.0025, -0.0127
Si, -0.0054, -0.0078, -0.0079
Si, 0.0146, 0.0019, -0.0048
Si, -0.0032, -0.0213, -0.0086
Si, 0.002, 0.0198, -0.026
Si, 0.0056, -0.0074, -0.0213
Si, 0.0046, 0.0012, -0.0142
Si, -0.0093, 0.0178, -0.0082
Si, -0.0089, 0.0084, -0.0169
Si, -0.019, -0.0032, -0.0212
Si, -0.0074, -0.0013, 0.0022
Si, -0.0013, 0.0101, -0.0144
Si, -0.0063, -0.0132, -0.0074
Si, -0.0107, 0.0149, -0.0284
Si, -0.0137, -0.0108, -0.0209
Si, 0.0163, -0.0164, -0.0006
Si, -0.0011, 0.0108, -0.0159
Si, 0.0101, -0.0143, -0.0072
Si, 0.0215, 0.0066, -0.0062
Si, -0.0103, -0.0197, 0.0003
Si, 0.0104, 0.0225, -0.0179
Si, 0.006, -0.0119, -0.0231
Si, 0.0041, 0.0028, -0.0126
Si, -0.0092, 0.0111, -0.0148
Si, -0.0013, 0.0181, -0.0191
Si, -0.0105, -0.0031, -0.0259
Si, 0.0084, -0.0065, 0.0003
Si, -0.0092, -0.0027, -0.016
Si, -0.0113, -0.0084, -0.0084
Si, -0.005, 0.014, -0.0238
Si, -0.0028, -0.0112, -0.011
Si, 0.0128, -0.0134, -0.0102
Si, -0.0083, 0.0014, -0.0178
Si, -0.0079, -0.0038, -0.009
Si, 0.0068, -0.0061, -0.0046
Si, -0.0096, -0.0198, -0.003
Si, 0.001, 0.0123, -0.0204
Si, 0.008, -0.0012, -0.0166
Si, 0.0052, 0.0055, -0.0165
Si, 0.0035, 0.0046, 0.0222
Si, -0.0221, 0.0037, 0.0296
Si, -0.0214, -0.0198, 0.0209
Si, -0.012, 0.0263, 0.0113
Si, -0.0064, -0.0096, 0.0059
Si, -0.015, 0.014, 0.0105
Si, -0.0006, -0.0079, 0.0113
Si, 0.0029, -0.0107, 0.0052
Si, 0.0061, 0.0033, 0.0204
Si, 0.0021, -0.0132, 0.0273
Si, 0.0036, -0.0052, 0.0224
Si, 0.0023, -0.0018, 0.0089
Si, 0, 0.0137, 0.0091
Si, 0.0086, 0.002, 0.0229
Si, 0.0149, 0.0014, 0.0244
Si, 0.008, -0.0093, 0.0139
Si, 0.0069, 0, 0.0177
Si, -0.014, 0.0059, 0.0239
Si, -0.0269, -0.0149, 0.0104
Si, -0.0123, 0.0235, 0.0128
Si, -0.0047, -0.0109, 0.0077
Si, -0.0109, 0.0259, 0.0072
Si, -0.0069, -0.0154, 0.0146
Si, 0.0066, -0.0066, 0.0017
Si, 0.0091, 0.0006, 0.0176
Si, 0.0008, -0.0084, 0.017
Si, 0.0002, -0.0061, 0.0247
Si, -0.0025, -0.0088, 0.0104
Si, 0.0094, 0.0072, 0.0097
Si, 0.0173, 0.0011, 0.025
Si, 0.0268, -0.0007, 0.0274
Si, 0.0156, -0.0111, 0.015
Si, 0.0086, -0.0038, 0.0286
Si, -0.0168, 0.0064, 0.0266
Si, -0.0238, -0.0112, 0.0185
Si, -0.005, 0.0259, 0.023
Si, 0.0009, -0.0143, 0.0102
Si, -0.0123, 0.018, 0.0076
Si, -0.0033, -0.0042, 0.0181
Si, 0.0028, -0.0131, 0.0112
Si, 0.0049, -0.0022, 0.0212
Si, 0.0039, -0.009, 0.0216
Si, 0.0072, -0.0103, 0.0222
Si, 0.0021, 0.0025, 0.0089
Si, 0, 0.008, 0.0162
Si, 0.015, 0.002, 0.0228
Si, 0.0208, 0.0028, 0.0164
Si, 0.0103, -0.0005, 0.0133
Si, -0.0117, -0.0012, -0.013
Si, 0.0023, -0.0038, -0.0123
Si, 0.0167, 0.0131, -0.0209
Si, -0.01, -0.0006, -0.0174
Si, 0.0107, 0.0105, -0.0219
Si, -0.0034, -0.0057, -0.0204
Si, 0.0129, 0.0001, -0.0029
Si, 0.0146, 0.0036, -0.0243
Si, -0.0099, -0.0096, -0.0122
Si, -0.0098, -0.0062, -0.0164
Si, -0.0159, 0.0043, -0.0124
Si, 0.0135, 0.002, -0.0124
Si, 0.0039, 0.0022, -0.0235
Si, -0.0135, 0.0106, -0.0246
Si, -0.006, -0.0041, -0.0258
Si, 0.0063, -0.0085, -0.0139
Si, -0.0087, 0.0002, -0.0111
Si, 0.0117, 0.0008, -0.0121
Si, 0.0162, 0.0081, -0.0209
Si, -0.0116, 0.0002, -0.019
Si, -0.0005, 0.0055, -0.0151
Si, -0.0033, -0.0001, -0.0156
Si, 0.0016, 0.004, -0.0077
Si, 0.0095, 0.007, -0.0258
Si, -0.0101, -0.0093, -0.0122
Si, -0.0034, -0.0062, -0.0117
Si, 0.0079, 0.0057, -0.0115
Si, 0.006, 0.0049, -0.0097
Si, -0.0007, 0.0038, -0.0299
Si, -0.0122, 0.007, -0.0254
Si, -0.0156, -0.0007, -0.0271
Si, -0.0051, -0.0087, -0.0179
Si, -0.0129, -0.003, -0.0159
Si, 0.0051, -0.0017, -0.0166
Si, 0.0142, 0.0099, -0.0203
Si, -0.0148, -0.0045, -0.0185
Si, -0.0025, 0.0065, -0.0195
Si, -0.0105, -0.0105, -0.02
Si, 0.0032, 0.0036, 0.0015
Si, 0.0085, 0.0017, -0.0257
Si, -0.0069, -0.005, -0.0134
Si, -0.0066, -0.0115, -0.016
Si, -0.0119, 0.001, -0.0142
Si, 0.0133, -0.003, -0.0068
Si, 0.0008, 0.0012, -0.0265
Si, -0.0124, 0.0032, -0.0236
Si, -0.0027, -0.0035, -0.0245
Si, 0.0059, -0.0052, -0.0125
Si, 0.0003, 0.0006, 0.02
Si, -0.0111, 0.0024, 0.0287
Si, -0.0301, 0.0066, 0.0181
Si, 0.0125, 0.018, 0.018
Si, -0.0075, 0, 0.0164
Si, 0.0169, -0.0004, 0.0179
Si, -0.0023, -0.0124, 0.0198
Si, -0.0114, 0.0021, -0.0028
Si, 0.0211, -0.0092, 0.0045
Si, -0.0025, 0.0002, 0.0109
Si, 0.0174, -0.0059, 0.0188
Si, -0.0121, -0.0152, 0.002
Si, -0.0138, 0.003, 0.0119
Si, 0.0113, 0.007, 0.0177
Si, 0.0057, -0.0121, 0.0001
Si, -0.0176, -0.0026, 0.022
Si, -0.0007, -0.0042, 0.0223
Si, -0.0018, 0.0056, 0.0294
Si, -0.0214, 0, 0.0171
Si, 0.0112, 0.0167, 0.018
Si, -0.0006, 0.0106, 0.0242
Si, 0.0114, -0.005, 0.0146
Si, -0.0069, -0.0067, 0.0155
Si, -0.0038, -0.0014, 0.0016
Si, 0.0137, -0.004, 0.0015
Si, -0.0161, -0.01, 0.0026
Si, 0.0142, -0.0008, 0.0099
Si, -0.0169, -0.0196, 0.0028
Si, -0.0097, -0.0056, 0.0043
Si, 0.0092, 0.0059, 0.017
Si, 0.0075, -0.0093, 0.0028
Si, -0.0172, 0.0041, 0.0193
Si, -0.0002, 0.0019, 0.0212
Si, -0.0035, 0.005, 0.0316
Si, -0.0128, 0.0061, 0.017
Si, 0.0173, 0.0158, 0.0188
Si, -0.0024, 0.0116, 0.0248
Si, 0.0122, 0.0015, 0.0199
Si, -0.0038, -0.0076, 0.0168
Si, -0.0053, 0.0002, 0.0026
Si, 0.0192, -0.01, 0.0052
Si, -0.005, -0.0026, 0.0056
Si, 0.0175, -0.0029, 0.0119
Si, -0.0195, -0.0137, 0.0068
Si, -0.0103, -0.0001, 0.0081
Si, 0.0055, 0.0057, 0.0198
Si, -0.0024, -0.0117, 0.007
Si, -0.0122, -0.0018, 0.0248
O, -0.0757, -0.1922, 0.693
O, -0.1759, 0.1798, -0.3634
O, -0.4353, 0.3288, 0.1252
O, 0.0084, 0.0818, -0.434
O, -0.1571, 0.2772, -0.2744
O, 0.3357, -0.33, 0.299
O, -0.0669, -0.1724, 0.4358
O, 0.5521, 0.068, -0.4086
O, 0.4594, -0.1043, -0.2121
O, 0.069, -0.2396, 0.373
O, -0.0715, -0.4614, -0.1821
O, 0.3128, -0.203, -0.1785
O, 0.2179, 0.1554, 0.0491
O, -0.2103, 0.4555, 0.0031
O, -0.2847, -0.2744, -0.2871
O, 0.0133, -0.4225, 0.0638
O, -0.1732, 0.1923, 0.069
O, -0.0565, 0.1423, -0.2454
O, -0.2722, -0.1919, -0.2315
O, 0.1779, -0.1645, -0.3234
O, -0.1638, 0.1601, -0.4388
O, 0.2826, -0.5825, 0.0051
O, 0.3769, 0.3671, -0.3101
O, -0.0786, 0.2782, -0.481
O, -0.1622, -0.0002, -0.1029
O, 0.4078, 0.2541, -0.1848
O, 0.3077, -0.108, -0.3294
O, 0.3886, -0.309, -0.0812
O, 0.3856, -0.2463, -0.3554
O, 0.1878, -0.0657, -0.5961
O, -0.049, 0.1577, -0.2228
O, 0.002, -0.3615, -0.084
O, -0.0825, 0.2736, 0.1921
O, 0.3534, 0.2152, 0.3622
O, 0.0803, 0.2836, -0.0175
O, -0.191, 0.7276, 0.0867
O, 0.228, -0.4786, 0.314
O, -0.3629, -0.1815, -0.286
O, 0.6232, 0.229, 0.0859
O, -0.0192, 0.3748, 0.3689
O, 0.2272, -0.6593, 0.4298
O, 0.6376, 0.1629, 0.0613
O, 0.5586, 0.1785, -0.1588
O, -0.1159, 0.3042, -0.4337
O, 0.4908, -0.0907, 0.0348
O, 0.0242, -0.0109, -0.6833
O, 0.0276, 0.2988, -0.0058
O, -0.0907, -0.5051, 0.417
O, 0.0666, -0.0737, -0.3303
O, 0.1701, 0.4353, -0.2546
O, -0.7756, -0.226, 0.1004
O, 0.2131, 0.0203, -0.3596
O, -0.0414, -0.2244, -0.0415
O, 0.0246, 0.2372, 0.2495
O, -0.4324, -0.1338, 0.5212
O, 0.4083, -0.0085, 0.081
O, 0.4284, -0.0168, -0.3162
O, -0.3842, 0.5189, -0.1571
O, 0.1125, -0.0914, 0.0524
O, -0.2511, -0.2655, -0.1093
O, -0.1911, -0.0552, 0.0162
O, -0.2044, 0.2506, 0.3405
O, 0.3032, -0.0511, -0.2625
O, -0.0836, -0.2808, 0.4323
O, -0.1226, 0.3043, 0.4566
O, 0.2852, -0.3362, 0.1624
O, 0.4555, 0.5057, -0.314
O, -0.4094, -0.0727, 0.147
O, -0.5357, 0.1079, -0.2789
O, 0.1016, 0.4394, 0.0271
O, 0.0005, -0.5469, 0.0207
O, 0.7217, 0.2366, -0.4262
O, -0.0423, -0.4545, 0.3893
O, -0.0304, 0.0293, 0.2262
O, -0.2877, -0.253, -0.1221
O, -0.2844, -0.2109, 0.0192
O, 0.2381, -0.1856, 0.1371
O, 0.0794, 0.1313, 0.1644
O, -0.2429, 0.0989, 0.4011
O, -0.4085, -0.0072, -0.1986
O, -0.1908, 0.6752, 0.2292
O, 0.2771, 0.0285, 0.1355
O, -0.0231, 0.6207, -0.1516
O, -0.0189, 0.3454, 0.3637
O, -0.2734, 0.287, 0.2932
O, -0.1848, 0.4366, 0.117
O, 0.572, -0.0042, 0.4163
O, 0.4659, -0.0883, -0.1893
O, -0.4769, 0.2923, -0.0845
O, 0.3032, 0.283, -0.1204
O, 0.0861, -0.1171, 0.5048
O, 0.1688, -0.008, -0.0229
O, 0.1455, 0.5824, 0.1162
O, -0.233, -0.6968, 0.1655
O, -0.2986, -0.0586, -0.1754
O, -0.1718, 0.2922, 0.42
O, 0.5484, 0.31, 0.2679
O, -0.0334, -0.5309, -0.0799
O, -0.4067, -0.2412, 0.4387
O, -0.3333, -0.1872, -0.397
O, 0.0725, -0.5559, 0.2044
O, -0.0311, 0.0643, -0.3889
O, -0.0073, -0.0065, 0.2185
O, 0.021, -0.0519, -0.6223
O, -0.1297, -0.5734, -0.3867
O, -0.0902, 0.0051, 0.2333
O, -0.4616, -0.0758, -0.2682
O, -0.0808, -0.4244, -0.1883
O, -0.0105, 0.1944, 0.2729
O, -0.2403, 0.144, 0.3038
O, -0.1207, -0.1124, -0.3337
O, -0.4555, 0.0195, -0.2119
O, 0.2656, 0.6183, -0.2989
O, -0.5532, 0.2336, -0.2933
O, -0.506, -0.0378, 0.1325
O, -0.2551, -0.1083, 0.2343
O, 0.5915, -0.3609, -0.2528
O, -0.4829, 0.088, -0.3556
O, -0.3838, 0.1132, 0.0826
O, 0.1588, -0.3197, 0.1433
O, 0.7427, -0.2484, 0.2808
O, 0.4908, -0.2909, -0.1236
O, -0.1151, 0.417, -0.5742
O, 0.1009, -0.0909, -0.0222
O, -0.3957, 0.1924, 0.3271
O, -0.3985, 0.0122, -0.6121
O, 0.5222, 0.3611, -0.363
O, 0.3632, -0.1411, -0.2825
O, 0.0693, -0.3834, -0.4782
O, -0.3395, 0.0242, -0.4697
O, -0.4009, 0.054, -0.2097
O, -0.1434, 0.2474, 0.5214
O, -0.4284, 0.0152, -0.1776
O, 0.1596, -0.1527, -0.0945
O, 0.1841, 0.4615, -0.2095
O, -0.5365, -0.0015, 0.0149
O, 0.2337, -0.0719, -0.2142
O, -0.6241, -0.0355, 0.3053
O, 0.0517, 0.0441, -0.3824
O, -0.1071, 0.4398, 0.4454
O, 0.1171, -0.1333, -0.4436
O, -0.1002, -0.1946, 0.2616
O, -0.106, 0.1954, -0.328
O, -0.0798, 0.0028, -0.4302
O, -0.3569, -0.0458, 0.1007
O, 0.0281, 0.0239, 0.4125
O, 0.3992, -0.3975, 0.1679
O, -0.0872, 0.1316, 0.2292
O, -0.0319, -0.3655, 0.0633
O, 0.3207, -0.1445, -0.3437
O, -0.186, -0.5724, 0.0771
O, 0.1801, -0.2341, -0.0669
O, 0.1612, -0.2404, -0.0068
O, -0.2537, 0.4081, -0.1165
O, -0.3568, -0.1947, -0.0812
O, -0.0864, -0.305, -0.2349
O, 0.0912, -0.3884, -0.1691
O, -0.246, -0.0263, -0.0965
O, -0.4456, 0.1128, -0.0356
O, 0.0501, 0.1122, -0.4571
O, 0.0878, 0.2045, -0.181
O, 0.617, 0.0748, 0.1117
O, 0.239, -0.1994, -0.4648
O, 0.0835, -0.0618, -0.1344
O, 0.2304, -0.2255, -0.4512
O, 0.0379, 0.2608, -0.4553
O, 0.4211, 0.2994, -0.2815
O, 0.6707, 0.1153, 0.3561
O, 0.0597, 0.062, -0.4108
O, 0.1089, -0.4366, -0.2029
O, 0.2345, -0.27, -0.2859
O, 0.3436, 0.01, -0.6409
O, 0.2063, -0.0781, -0.2418
O, -0.3372, 0.1591, -0.5649
O, -0.1665, 0.442, 0.2377
O, 0.2004, 0.0851, 0.2986
O, 0.4054, 0.559, 0.1243
O, 0.3289, -0.4616, 0.4838
O, -0.4384, 0.1611, -0.1886
O, 0.4398, 0.1418, -0.0288
O, -0.0467, 0.4533, 0.2655
O, -0.0286, -0.4158, 0.096
O, 0.6633, 0.0846, 0.035
O, 0.3174, 0.1505, -0.4763
O, -0.1662, 0.1731, -0.576
O, -0.0301, -0.2661, -0.0443
O, 0.0176, -0.0051, -0.6109
O, 0.0966, 0.4378, -0.0875
O, -0.1948, -0.4809, 0.0639
O, 0.2297, 0.0402, -0.2619
O, -0.0764, 0.4284, -0.1924
O, -0.4469, -0.0301, 0.0606
O, 0.1218, -0.0541, -0.4587
O, 0.6872, 0.288, 0.0059
O, -0.0848, 0.0942, -0.1964
O, 0.2554, -0.0842, 0.2048
O, -0.2819, -0.2761, 0.2615
O, 0.3099, 0.0653, 0.1962
O, 0.4079, -0.2911, 0.3344
O, 0.1044, 0.3112, -0.2986
O, 0.0159, -0.1437, 0.9306
O, -0.0423, 0.0734, -0.3455
O, 0.2288, -0.3757, -0.3617
O, 0.1518, -0.0429, 0.3545
O, 0.4545, -0.1244, 0.6444
O, 0.4108, -0.2561, -0.0695
O, -0.0897, -0.243, 0.4408
O, -0.1128, 0.2022, -0.1167
O, -0.0599, -0.1018, -0.1594
O, -0.1283, 0.077, 0.3655
O, 0.1702, 0.048, 0.2798
O, -0.3354, 0.0292, 0.0095
O, 0.4624, -0.0631, 0.2193
O, -0.2197, -0.1962, 0.2188
O, 0.3709, 0.1975, -0.2561
O, 0.313, -0.3384, 0.5275
O, -0.0381, 0.3293, 0.3328
O, 0.1545, -0.1967, -0.1696
O, -0.3073, -0.0222, 0.4395
O, -0.2631, 0.4138, 0.0896
O, 0.7762, -0.2776, 0.4094
O, 0.1755, -0.7165, 0.0055
O, -0.0378, -0.0348, -0.0211
O, 0.0857, -0.0262, 0.482
O, -0.3019, -0.1286, 0.6567
O, -0.6374, -0.1663, 0.0322
O, -0.2069, 0.6165, 0.0801
O, -0.1769, 0.588, 0.2525
O, -0.0788, 0.2917, -0.1297
O, -0.0512, 0.2053, 0.4978
O, 0.3368, -0.1501, -0.031
O, 0.4345, 0.1459, 0.456
O, 0.3314, -0.2753, 0.1319
O, 0.0497, 0.0515, -0.2699
O, 0.1918, 0.0688, 0.1035
O, -0.141, 0.0216, 0.0043
O, 0.3845, 0.2209, -0.1531
O, -0.4541, 0.081, -0.162
O, 0.5263, -0.1279, -0.332
O, 0.1724, 0.4686, 0.1315
O, -0.0784, -0.3047, 0.1918
O, -0.359, -0.0523, -0.4772
O, 0.1434, 0.2518, 0.5873
O, 0.2027, -0.025, 0.0174
O, -0.3535, -0.137, 0.5183
O, -0.129, -0.4044, -0.2429
O, 0.0546, -0.4877, 0.1974
O, 0.0176, 0.0919, -0.5506
O, 0.0017, -0.4191, 0.5754
O, -0.2395, 0.0633, -0.1918
O, 0.3766, -0.2117, -0.3298
O, -0.1083, -0.2284, 0.5163
O, -0.4252, -0.1243, -0.2821
O, -0.2733, 0.2911, 0.0001
O, -0.138, -0.1625, 0.2604
O, -0.2937, 0.3406, 0.2663
O, -0.1391, 0.2111, 0.1421
O, -0.2821, -0.0551, -0.6042
O, -0.1774, -0.1667, -0.3184
O, 0.2783, 0.4885, -0.243
O, -0.1915, -0.039, -0.0609
O, -0.0507, 0.3111, -0.1
O, -0.3657, -0.0664, 0.2823
O, -0.2743, 0.0723, 0.0781
O, 0.4186, -0.3205, -0.1145
O, -0.1846, -0.1093, -0.1409
O, -0.0205, -0.3987, 0.1827
O, 0.2594, -0.4636, 0.0536
O, -0.194, 0.051, -0.0962
O, 0.0574, -0.3344, 0.5377
O, -0.1224, -0.0883, 0.3557
O, 0.3311, -0.2846, -0.0884
O, 0.115, -0.078, -0.2027
O, -0.0455, 0.2171, -0.4013
O, 0.2259, 0.5784, 0.2827
O, 0.0787, 0.2301, -0.0508
O, -0.7444, 0.3674, 0.046
O, 0.2578, -0.0454, -0.34
O, 0.4038, 0.0463, 0.3973
O, 0.0732, -0.0249, 0.0105
O, 0.0177, 0.5572, 0.089
O, 0.1344, -0.1851, 0.3347
O, -0.1519, -0.5287, -0.1746
O, -0.0985, -0.1383, -0.6809
O, 0.6316, 0.1024, 0.0137
O, -0.457, 0.3803, -0.4269
O, -0.2451, 0.053, 0.3623
O, 0.1482, 0.0961, -0.1011
O, 0.2505, 0.3902, -0.3341
O, 0.0785, -0.1186, 0.4252
O, -0.6791, -0.2996, 0.2785
O, -0.1936, -0.1865, -0.2274
O, -0.2416, 0.4991, 0.2417
O, 0.123, -0.0294, 0.2218
O, 0.2605, -0.1718, -0.3899
O, -0.1259, -0.3346, 0.5167
O, -0.164, -0.2582, -0.44
O, -0.6323, -0.32, -0.132
O, -0.0558, 0.0917, -0.187
O, 0.657, -0.437, 0.3247
O, -0.1038, 0.0082, 0.3801
O, 0.2536, -0.2415, -0.547
O, -0.0048, -0.4672, 0.349
O, -0.0769, -0.5237, -0.1492
O, 0.2471, 0.2852, -0.1953
O, -0.3801, 0.2344, -0.0581
O, -0.1986, -0.0158, -0.0704
O, -0.045, -0.1193, 0.3398
O, -0.3792, 0.3515, -0.0121
O, -0.1308, -0.3686, -0.1551
O, 0.0174, 0.0758, -0.4474
O, 0.05, -0.031, -0.2379
O, 0.6105, -0.1952, -0.1979
O, 0.0461, 0.2139, -0.8076
O, 0.0213, 0.3219, 0.0299
O, 0.0205, -0.2095, -0.0193
O, 0.2327, 0.2412, 0.0081
O, -0.3017, 0.3377, -0.1374
O, -0.1905, 0.0725, 0.1184
O, 0.4826, 0.1237, -0.1266
O, 0.6012, 0.0014, 0.0335
O, -0.1, -0.0366, -0.2964
O, 0.1097, -0.2748, -0.2816
O, 0.2239, -0.4615, -0.3405
O, 0.0574, -0.0057, -0.2827
O, -0.3581, 0.1992, -0.2604
O, -0.133, 0.3016, 0.1725
O, -0.0984, 0.4274, -0.2909
O, 0.1349, 0.4575, 0.2359
O, 0.1363, 0.6032, 0.351
O, 0.1318, -0.383, 0.0395
O, -0.4632, 0.2268, -0.0798
O, 0.5726, 0.0219, 0.2232
O, 0.3073, 0.3708, 0.5022
O, 0.0829, -0.6047, 0.1514
O, 0.6014, -0.114, 0.3773
O, 0.369, 0.0727, -0.1423
O, -0.1574, -0.1966, 0.6426
O, 0.108, 0.3212, 0.4616
O, 0.1599, 0.0028, -0.5696
O, 0.1689, 0.04, -0.0541
O, -0.4587, -0.2134, 0.0844
O, -0.1965, 0.1172, -0.6188
O, -0.1817, 0.1849, -0.7532
O, 0.5765, 0.147, -0.0339
O, -0.2477, -0.0505, -0.5688
O, -0.1355, -0.1851, -0.0554
O, 0.2764, -0.0998, 0.0151
O, -0.0807, -0.2041, -0.0301
O, -0.0128, 0.0828, 0.018
O, 0.4111, 0.0497, -0.2338
O, 0.5207, 0.2128, -0.4829
O, 0.2119, -0.136, -0.1864
O, -0.3122, -0.068, -0.066
O, -0.0078, -0.0049, 0.5714
O, -0.0292, 0.069, 0.2901
O, -0.4526, -0.3624, 0.571
O, -0.1572, -0.2208, -0.0417
O, -0.3191, -0.2713, 0.4799
O, 0.0739, -0.0223, 0.6205
O, 0.0377, 0.2393, 0.3076
O, 0.0311, -0.5019, 0.3294
O, -0.4366, 0.1013, -0.0103
O, 0.5859, 0.216, 0.0355
O, -0.1361, -0.2796, 0.2282
O, 0.0408, 0.6301, 0.3631
O, 0.2578, 0.3871, -0.4034
O, -0.0774, -0.5174, 0.3175
O, -0.2966, -0.0763, 0.0166
O, -0.8553, 0.0204, 0.3697
O, -0.2646, 0.4511, -0.0452
O, 0.4942, 0.0019, 0.0586
O, 0.0842, -0.2881, -0.035
O, -0.4017, -0.4359, -0.3352
O, 0.0099, -0.0016, 0.1745
O, -0.1397, 0.1159, 0.3797
O, -0.5272, -0.2288, -0.0405
O, -0.1157, 0.46, -0.014
O, 0.0415, 0.0422, 0.2181
O, -0.1327, 0.4839, 0.2709
O, 0.0363, -0.0541, 0.1621
O, -0.4416, 0.0115, 0.281
O, -0.3004, 0.4805, 0.4186
O, 0.2876, 0.0295, 0.1517
O, 0.4203, -0.4251, -0.1055
O, 0.2301, -0.0538, 0.1054
O, -0.0834, 0.0082, 0.158
O, -0.6416, 0.2468, 0.1612
O, 0.0431, 0.1992, -0.1238
O, 0.1117, -0.2798, -0.0441
O, 0.1555, 0.0766, -0.3026
O, 0.4061, 0.4682, 0.055
O, -0.198, -0.4291, 0.1992
O, -0.3418, -0.0523, -0.4424
O, 0.0965, -0.304, -0.3021
O, 0.2126, 0.4909, 0.0714
O, -0.0773, -0.2493, -0.0792
O, 0.432, -0.0927, 0.7155
O, -0.2068, -0.4576, -0.2765
O, 0.0306, -0.4585, 0.1225
O, -0.129, 0.0996, -0.1312
O, -0.1379, -0.22, 0.7512
O, -0.1225, 0.192, -0.4684
O, -0.039, -0.0899, -0.0152
O, -0.0738, 0.0496, 0.6016
O, -0.5322, -0.3626, -0.5229
O, 0.389, 0.0193, -0.7638
O, -0.3224, -0.2026, 0.1127
O, -0.1768, 0.1691, 0.5201
O, 0.4672, 0.2918, 0.1769
O, -0.0116, 0.1767, -0.0778
O, -0.172, -0.2939, -0.6176
O, -0.3168, 0.4127, 0.3179
O, -0.0544, 0.0834, 0.4323
O, -0.1772, 0.4388, 0.4302
O, -0.5627, 0.2012, -0.0223
O, -0.4848, -0.1451, -0.0692
O, 0.6108, 0.0433, 0.0968
O, 0.3667, -0.2964, -0.3479
O, -0.1189, 0.1633, 0.1887
O, -0.1919, -0.4157, 0.2829
O, 0.3005, -0.5238, -0.0453
O, -0.1635, 0.2674, -0.3366
O, 0.2694, -0.0219, 0.2027
O, 0.4734, 0.1963, -0.2662
O, 0.2746, -0.3134, -0.2693
O, -0.0319, -0.3736, -0.2432
O, -0.0832, 0.3006, -0.4499
O, 0.3855, 0.3152, 0.0397
O, 0.2585, 0.4353, -0.3294
O, -0.3015, 0.2855, -0.1015
O, 0.2875, -0.6876, 0.0122
O, 0.5948, 0.3563, 0.0891
O, -0.0821, -0.2014, -0.2701
O, 0.1443, 0.6469, 0.0303
O, 0.1231, 0.0165, -0.5174
O, 0.1684, -0.4054, -0.7446
O, -0.0738, 0.0255, -0.1727
O, -0.645, 0.0525, 0.0013
O, 0.2065, 0.2687, 0.2622
O, 0.0888, -0.0687, 0.2494
O, -0.0117, 0.0732, -0.0646
O, 0.3367, 0.336, -0.58
O, -0.2173, -0.1162, 0.754
O, -0.4284, 0.1364, 0.0927
O, -0.2663, -0.1258, 0.1671
O, 0.0839, 0.066, -0.142
O, -0.1306, 0.4919, 0.4372
O, -0.109, -0.3425, -0.0035
O, -0.0138, 0.0075, -0.5749
O, -0.2275, 0.3494, -0.3954
O, 0.049, -0.1603, 0.2816
O, -0.2911, -0.1174, -0.4537
O, -0.4031, -0.2974, -0.4173
O, -0.0668, 0.0713, 0.3184
O, -0.5827, -0.1384, -0.3373
O, -0.6547, 0.0396, -0.1859
O, 0.4413, -0.0293, -0.2046
O, -0.4237, 0.2623, -0.3594
O, -0.0592, 0.4139, 0.0925
O, 0.4459, 0.23, -0.2901
O, 0.2434, 0.4069, -0.2498
O, 0.1426, 0.1135, 0.4684
O, -0.5738, 0.178, 0.5881
O, -0.3599, -0.0335, 0.279
O, 0.2363, -0.1294, 0.105
O, -0.2955, 0.2375, 0.2618
O, 0.3639, 0.1659, 0.3715
O, -0.1575, 0.0833, -0.4294
O, -0.4453, 0.0038, -0.4163
O, -0.0169, 0.1591, 0.5382
O, -0.1545, -0.5308, 0.4642
O, 0.147, -0.3806, -0.2358
O, 0.2144, 0.2776, 0.4916
O, 0.0137, -0.3397, 0.4238
O, -0.0961, 0.3841, 0.3855
O, -0.041, 0.0745, 0.5253
O, 0.0639, -0.0344, -0.7975
O, -0.047, -0.5324, 0.5464
O, 0.2028, -0.4224, -0.3855
O, -0.3678, 0.2042, -0.5689
O, -0.2081, 0.162, -0.8242
O, -0.1511, -0.6192, 0.1672
O, 0.0581, -0.5344, -0.4284
O, 0.108, 0.0353, 0.1245
O, -0.3349, -0.2222, -0.1797
O, 0.207, 0.1062, 0.1972
O, 0.4864, 0.3826, -0.1583
O, 0.0981, 0.727, -0.0832
O, -0.0452, 0.2411, -0.0011
